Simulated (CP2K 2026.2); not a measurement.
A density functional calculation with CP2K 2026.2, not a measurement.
Periodic cell of 2016 atoms, Si1440O576, from a study of silicon, its oxide and their interface. The atomic structure is a simulated model.
Doubt: the forces sum to 5.19 eV/angstrom along one axis rather than to zero, so they err by at least 0.0026 eV/angstrom per atom on average; the grid cutoff is modest.

Settings
functional: PBE
method: Gaussian and plane waves
basis set: DZVP-MOLOPT-SR-GTH
pseudopotentials: GTH-PBE
grid cutoff: 300 Ry, relative cutoff 40 Ry
k points: Gamma only
occupations: fixed
spin: none
net charge: 0

Cell vectors (angstrom)
a 65.28 0 0
b 0 16.32 0
c -0.1083 0.1828 33.2873

Atoms and the computed forces on them: element, x, y, z (angstrom), force x, y, z (eV/angstrom)
Si 1.389 -1.167 -0.128 0.213 -0.177 0.716
Si 4.114 1.796 0.141 0.097 -0.301 0.671
Si 1.694 3.864 0.079 -0.241 0.186 0.691
Si 4.013 6.964 0.313 -0.004 -0.08 0.659
Si 1.691 -7.277 0.055 -0.134 0.267 0.716
Si 4.202 -4.341 -0.012 -0.257 0.122 0.76
Si 6.379 -1.473 -0.19 0.11 0.279 0.718
Si 9.511 1.227 0.369 -0.006 -0.008 0.461
Si 7.427 3.523 0.029 -0.016 0.142 0.78
Si 9.918 6.497 -0.06 -0.081 0.028 0.744
Si 6.427 9.741 0.044 0.213 -0.068 0.721
Si 9.75 -4.373 -0.069 -0.219 0.271 0.734
Si 11.666 -0.987 0.188 0.063 0.115 0.652
Si 15.267 1.11 0.071 -0.373 0.139 0.633
Si 11.993 4.154 0.076 0.094 -0.029 0.598
Si 14.958 6.654 0.002 -0.121 0.29 0.678
Si 12.139 -6.44 0.187 0.025 -0.244 0.776
Si 15.177 12.166 0.118 -0.118 0.074 0.621
Si 17.469 -1.204 -0.1 0.282 -0.221 0.574
Si 20.746 1.038 0.037 -0.191 0.179 0.763
Si 17.163 4.368 -0.037 0.319 -0.237 0.7
Si 20.631 6.463 0.158 -0.171 0.133 0.723
Si 17.446 9.975 0.066 0.027 -0.284 0.596
Si 20.507 -4.416 0.292 -0.044 0.265 0.603
Si 22.93 -1.235 0.068 0.162 -0.135 0.7
Si 26.078 1.263 -0.098 -0.209 0.048 0.709
Si 22.908 4.252 0.044 0.219 -0.109 0.716
Si 25.914 6.771 0.142 -0.326 0.261 0.619
Si 22.85 -6.52 0.455 -0.021 -0.168 0.706
Si 26.006 -4.618 0.018 -0.225 0.402 0.626
Si 28.175 -1.123 -0.102 0.094 -0.057 0.702
Si 31.204 1.428 -0.125 0.088 -0.096 0.748
Si 28.102 4.444 0.135 0.408 -0.156 0.704
Si 31.692 6.672 -0.067 -0.473 0.243 0.636
Si 28.34 -6.696 0.38 0.108 0.001 0.649
Si 31.842 -4.675 -0.007 -0.086 0.071 0.76
Si 34.421 -1.834 0.065 -0.085 0.14 0.826
Si 36.783 1.369 0.001 -0.067 0.049 0.751
Si 33.85 4.353 0.079 0.171 -0.21 0.712
Si 36.211 7.277 0.145 0.116 0.048 0.722
Si 34.048 -6.849 0.403 -0.004 0.007 0.524
Si 36.639 -4.071 0.035 0.267 -0.167 0.716
Si 39.683 -1.739 0.182 -0.161 0.29 0.717
Si 41.788 1.834 0.159 0.019 -0.142 0.68
Si 39.663 4.114 0.334 -0.207 -0.086 0.61
Si -23.524 7.066 0.082 0.356 -0.125 0.723
Si 39.725 -6.832 0.276 -0.298 -0.03 0.672
Si -23.424 -4.03 0.269 0.345 -0.062 0.683
Si -20.101 -1.573 0.244 -0.158 0.152 0.799
Si -17.431 1.262 -0.012 -0.279 0.24 0.748
Si -20.607 3.972 -0.075 0.134 0.17 0.789
Si -17.783 7.014 0.087 -0.016 -0.276 0.746
Si -20.06 -7.121 0.104 -0.138 0.09 0.763
Si -17.951 -3.871 0.169 0.22 -0.151 0.784
Si -15.301 -1.098 -0.041 0.371 -0.192 0.767
Si -12.382 1.712 0.045 0.013 -0.211 0.687
Si -14.569 3.958 0.045 -0.259 0.038 0.767
Si -12.504 6.971 0.187 0.255 -0.039 0.767
Si -14.804 -7.229 0.09 -0.027 0.29 0.775
Si -12.069 -4.33 -0.112 -0.238 0.171 0.743
Si -9.352 -1.591 -0.158 -0.112 0.146 0.701
Si -7.125 1.567 0.107 0.24 -0.065 0.746
Si -9.327 3.833 0.144 -0.085 0.301 0.7
Si -6.414 6.689 0.312 -0.103 0.026 0.77
Si -9.727 -6.491 -0.302 0.3 -0.395 0.693
Si -7.086 -3.805 -0.118 0.136 -0.06 0.728
Si -3.78 -1.644 0.026 -0.192 0.292 0.694
Si -0.904 1.062 -0.179 -0.283 0.18 0.744
Si -4.275 4.434 -0.046 0.179 -0.301 0.787
Si -1.435 7.203 -0.048 0.076 -0.316 0.673
Si -3.691 -6.941 0.135 -0.062 0.008 0.686
Si -1.449 -3.846 0.02 0.261 -0.217 0.64
Si 2.89 0.046 1.226 0.015 0.02 -0.058
Si 5.669 2.794 1.486 0.003 0.07 -0.004
Si 2.765 5.407 1.477 -0.017 -0.013 -0.025
Si 5.477 8.216 1.541 0.037 0.008 -0.019
Si 2.693 -5.536 1.286 -0.009 -0.012 -0.059
Si 5.303 -2.788 1.371 -0.024 -0.043 -0.07
Si 7.897 -0.157 1.298 -0.041 -0.056 -0.046
Si 10.878 2.697 1.543 0.007 0.023 -0.03
Si 8.31 5.359 1.258 -0.027 0.043 -0.097
Si 10.973 -8.188 1.285 -0.02 0.06 -0.059
Si 8.143 -5.49 1.243 -0.034 -0.021 -0.023
Si 10.653 -2.693 1.401 0.001 -0.1 0
Si 13.486 0.077 1.264 0.079 -0.014 -0.022
Si 16.289 2.723 1.438 0.019 0.016 -0.019
Si 13.532 5.391 1.375 0.01 -0.01 -0.046
Si 16.255 8.244 1.206 0.017 -0.02 -0.035
Si 13.61 11.06 1.496 0.033 0.036 -0.037
Si 16.407 -2.693 1.408 0.011 0.056 -0.03
Si 19.033 -0.016 1.254 0.005 -0.019 -0.053
Si 21.782 2.671 1.353 -0.023 0.015 -0.044
Si 18.918 5.364 1.267 -0.085 -0.023 -0.007
Si 21.687 -8.231 1.5 -0.009 -0.061 -0.069
Si 18.948 -5.456 1.644 -0.04 -0.042 0.003
Si 21.724 -2.737 1.405 -0.017 0.019 -0.071
Si 24.51 0.036 1.254 0.013 0.013 -0.039
Si 27.149 2.735 1.403 0.015 -0.039 0.028
Si 24.402 5.475 1.389 0 0.008 -0.078
Si 27.046 -8.114 1.628 -0.012 -0.06 -0.037
Si 24.465 -5.394 1.662 0.033 0.054 -0.034
Si 27.072 -2.763 1.18 0.014 -0.065 0.026
Si 29.884 -0.038 1.191 -0.021 -0.005 -0.073
Si 32.685 2.669 1.259 -0.027 0.042 -0.048
Si 29.926 5.539 1.164 0.09 -0.003 -0.032
Si 32.602 -8.204 1.564 -0.013 -0.049 -0.067
Si 30.048 -5.48 1.374 0.003 0.048 -0.062
Si 32.743 -2.898 1.32 -0.007 0.041 -0.066
Si 35.5 -0.125 1.314 -0.048 0.03 -0.074
Si 37.96 2.877 1.396 0.043 -0.041 -0.062
Si 35.283 5.575 1.478 -0.001 -0.036 -0.043
Si 37.987 -8.026 1.369 0.065 -0.016 -0.036
Si 35.451 -5.43 1.547 0.05 0.027 -0.056
Si 38.117 -2.872 1.459 -0.047 -0.015 -0.054
Si 40.739 0.053 1.339 -0.03 0.007 -0.049
Si -21.907 2.869 1.514 0.039 -0.067 -0.057
Si -24.437 5.561 1.656 -0.005 0.023 -0.012
Si -21.747 -8.233 1.307 -0.025 0.008 -0.017
Si -24.429 -5.477 1.752 0.013 -0.026 -0.018
Si -21.758 -2.766 1.412 -0.06 -0.02 -0.054
Si -19.007 0.125 1.38 0.039 0.056 -0.038
Si -16.239 2.799 1.282 0.043 -0.011 -0.012
Si -19.043 5.33 1.188 -0.061 0.017 -0.057
Si -16.321 -8.221 1.544 -0.028 -0.001 -0.05
Si -19.044 -5.482 1.457 -0.001 -0.008 -0.053
Si -16.317 -2.699 1.354 0.014 0.028 -0.063
Si -13.594 0.022 1.195 -0.014 0.016 -0.038
Si -10.877 2.746 1.496 -0.022 -0.011 -0.011
Si -13.569 5.433 1.549 -0.003 -0.012 -0.039
Si -10.8 -8.102 1.175 0.084 0.047 -0.063
Si -13.65 -5.48 1.216 0.032 -0.021 -0.08
Si -10.906 -2.741 1.202 0.026 -0.029 -0.039
Si -8.231 -0.069 1.317 -0.038 -0.07 -0.038
Si -5.408 2.755 1.231 -0.003 0.005 -0.093
Si -8.1 5.443 1.376 -0.052 0.025 -0.06
Si -5.234 8.241 1.5 0.013 0.066 -0.003
Si -8.172 -5.428 1.176 -0.045 -0.027 -0.061
Si -5.444 -2.745 1.254 -0.028 -0.026 -0.021
Si -2.618 0.046 1.158 0.025 0.02 -0.07
Si 0.079 2.665 1.262 -0.002 0.015 -0.079
Si -2.581 5.487 1.185 0.042 0.017 -0.069
Si 0.078 8.126 1.476 -0.014 -0.01 -0.028
Si -2.529 -5.419 1.416 0.015 0.026 -0.01
Si 0.179 -2.7 1.247 -0.002 0.024 -0.029
Si 1.464 1.334 2.639 0.01 0.005 0.068
Si 4.211 4.113 2.786 -0.017 -0.01 0.039
Si 1.366 6.719 2.814 0.003 -0.016 0.036
Si 4.039 9.535 2.801 -0.024 0.003 0.029
Si 1.399 -4.12 2.659 0.021 0.008 -0.029
Si 4.054 -1.361 2.712 -0.026 0.035 0.012
Si 6.79 1.267 2.805 0.013 -0.009 0.02
Si 9.53 4.091 2.82 -0.028 0.028 0.061
Si 6.902 6.733 2.661 0.051 -0.042 -0.002
Si 9.512 -6.859 2.627 0.016 0.017 0.007
Si 6.798 -4.109 2.653 0.033 -0.015 0.013
Si 9.288 -1.419 2.761 -0.025 0.031 0.01
Si 12.282 1.368 2.809 -0.008 -0.046 0.018
Si 14.89 4.053 2.761 -0.042 -0.011 0.015
Si 12.254 6.807 2.742 0.011 0.011 0.024
Si 14.959 9.564 2.715 -0.015 -0.012 0.001
Si 12.169 12.383 2.76 -0.017 0.032 0.014
Si 14.898 -1.324 2.633 0.01 0.003 0.019
Si 17.725 1.364 2.695 0.047 0.007 0.003
Si 20.317 4.015 2.662 0.02 0.015 0.015
Si 17.62 6.841 2.619 -0.004 0.015 -0.008
Si 20.328 -6.877 2.867 0.018 -0.018 0.015
Si 17.662 -4.004 2.889 -0.007 0.033 0.035
Si 20.34 -1.361 2.713 -0.009 0.006 0.014
Si 23.165 1.353 2.705 0.011 0.007 0.022
Si 25.764 4.081 2.743 -0.011 0.016 0.031
Si 23.094 6.79 2.829 0.014 0.032 0.043
Si 25.756 -6.781 2.991 -0.005 -0.024 0.058
Si 23.088 -3.985 2.866 -0.028 0.032 0.037
Si 25.798 -1.387 2.645 0.005 -0.016 -0.017
Si 28.589 1.348 2.658 0.03 -0.001 0.009
Si 31.264 4.093 2.584 -0.003 0.035 0.027
Si 28.577 6.794 2.721 0 0 0.04
Si 31.235 -6.829 2.856 0.007 -0.003 0.027
Si 28.584 -4.027 2.598 -0.053 -0.018 -0.012
Si 31.291 -1.42 2.552 0.032 0.005 -0.018
Si 34.06 1.3 2.611 0.032 -0.006 0.01
Si 36.67 4.203 2.793 -0.002 0.007 0.015
Si 33.946 6.797 2.922 0.002 0.031 0.068
Si 36.77 -6.763 2.902 0.006 -0.01 0.024
Si 34.04 -4.095 2.847 -0.026 -0.003 0.055
Si 36.782 -1.424 2.779 0.037 -0.022 0.027
Si 39.347 1.405 2.712 -0.012 0.006 0.006
Si -23.113 4.191 2.969 -0.018 0.012 0.045
Si -25.952 6.902 2.801 0.003 0.019 0.027
Si -22.982 -6.884 2.858 0.048 -0.041 0.013
Si -25.851 -4.104 2.949 -0.019 0.013 0.029
Si -23.116 -1.302 2.714 -0.009 -0.017 -0.005
Si -20.445 1.427 2.712 0.01 0.009 0.044
Si -17.664 4.083 2.651 0.007 0.005 -0.031
Si -20.379 6.706 2.655 -0.012 -0.016 0.012
Si -17.64 -6.775 2.817 -0.029 -0.013 0.042
Si -20.425 -4.121 2.8 0.019 -0.004 0.021
Si -17.66 -1.303 2.734 -0.012 0.011 0.045
Si -14.913 1.376 2.652 0 0.001 0.028
Si -12.177 4.112 2.858 0.009 0.022 0.02
Si -14.977 6.741 2.865 0.009 -0.008 0.029
Si -12.208 -6.793 2.604 -0.027 -0.016 0.02
Si -14.937 -4.093 2.645 0.009 -0.008 -0.017
Si -12.244 -1.356 2.576 0.009 0.015 -0.03
Si -9.54 1.284 2.738 0.036 0.016 0.024
Si -6.746 4.053 2.705 0.035 -0.026 0.046
Si -9.493 6.852 2.628 -0.027 0.001 -0.006
Si -6.782 -6.735 2.63 -0.005 0.019 -0.002
Si -9.53 -4.096 2.603 -0.007 -0.021 0.012
Si -6.771 -1.368 2.641 -0.002 -0.002 0.02
Si -4.013 1.377 2.55 -0.031 -0.025 -0.017
Si -1.305 4.059 2.581 -0.006 0.011 -0.004
Si -3.897 6.78 2.731 0.011 -0.041 0.034
Si -1.223 -6.772 2.801 -0.007 0.006 0.021
Si -4.068 -4.103 2.646 0.016 0.018 0.014
Si -1.27 -1.339 2.579 -0.015 0.004 0.052
Si 0.06 -0.006 4.002 0.013 -0.005 -0.043
Si 2.792 2.694 4.048 0.011 -0.033 -0.031
Si -0.007 5.354 4.087 0.015 -0.012 -0.002
Si 2.715 8.131 4.13 -0.014 0.027 -0.018
Si 0.083 -5.404 4.123 -0.012 -0.019 0.039
Si 2.716 -2.743 4.05 0.01 -0.02 -0.022
Si 5.404 -0.053 4.131 0.028 -0.015 -0.011
Si 8.167 2.674 4.122 -0.017 0.034 -0.052
Si 5.525 5.473 4.12 -0.005 0.034 0.008
Si 8.201 -8.2 4.051 0.012 -0.008 -0.012
Si 5.444 -5.427 4.08 -0.021 0.019 -0.014
Si 8.061 -2.793 4.147 -0.036 -0.003 0.01
Si 10.81 -0.037 4.038 -0.022 0.006 -0.065
Si 13.593 2.719 4.176 0 0.017 0.018
Si 10.897 5.465 4.131 -0.002 -0.026 -0.005
Si 13.613 8.179 4.081 0.028 -0.011 -0.036
Si 10.848 10.874 4.018 -0.01 -0.013 -0.042
Si 13.576 -2.642 4.098 -0.006 0.006 -0.034
Si 16.29 0.016 4.018 -0.029 0.004 -0.035
Si 19.032 2.699 4.102 0.013 -0.015 0.026
Si 16.286 5.465 4.032 0.05 0.006 -0.019
Si 18.945 -8.223 4.144 0.004 -0.047 -0.001
Si 16.281 -5.423 4.136 -0.002 -0.015 -0.009
Si 19.045 -2.667 4.18 0.002 0.023 -0.005
Si 21.748 0.008 4.044 -0.016 -0.003 -0.022
Si 24.451 2.718 4.114 -0.025 0.005 -0.008
Si 21.68 5.39 4.072 -0.019 0.007 -0.042
Si 24.411 -8.187 4.245 -0.001 -0.035 0.007
Si 21.724 -5.442 4.14 0.029 -0.021 -0.034
Si 24.472 -2.635 4.148 -0.026 0.055 0.017
Si 27.198 -0.019 4.001 -0.014 0.008 -0.018
Si 29.935 2.734 4.011 -0.019 0.019 -0.017
Si 27.2 5.418 4.067 0.017 0.004 -0.03
Si 29.866 -8.183 4.167 0.013 -0.022 -0.02
Si 27.248 -5.367 4.102 0.021 0.016 -0.053
Si 29.919 -2.691 4.012 0.002 -0.016 -0.025
Si 32.645 -0.029 3.965 0 -0.039 -0.016
Si 35.33 2.72 4.05 -0.018 -0.004 -0.013
Si 32.561 5.381 4.127 -0.048 -0.007 -0.022
Si 35.356 -8.135 4.2 0.003 -0.017 -0.019
Si 32.645 -5.459 4.159 0.023 -0.012 -0.02
Si 35.377 -2.704 4.168 0.029 -0.033 -0.003
Si 38.083 0.013 4.124 0.01 -0.003 -0.01
Si -24.536 2.732 4.13 -0.03 -0.014 -0.03
Si -27.229 5.496 4.177 -0.018 0.045 0.005
Si -24.481 -8.151 4.164 -0.017 -0.003 -0.061
Si -27.194 -5.434 4.293 -0.011 -0.006 0.003
Si -24.455 -2.652 4.145 0.019 0.017 -0.036
Si -21.755 0.031 4.094 -0.021 0.014 -0.016
Si -19.02 2.742 4.054 -0.009 -0.006 -0.004
Si -21.675 5.491 4.213 0.041 0.033 0.009
Si -19.042 -8.2 4.066 -0.015 -0.013 -0.056
Si -21.715 -5.464 4.208 -0.004 0.009 0.009
Si -19.024 -2.702 4.078 0 0.011 -0.019
Si -16.267 0.034 4.066 0.015 0.003 -0.031
Si -13.581 2.699 4.094 -0.031 -0.027 -0.018
Si -16.361 5.385 4.136 -0.015 -0.013 0.009
Si -13.543 -8.145 4.056 0.038 0.025 -0.044
Si -16.265 -5.4 4.103 0 0.002 -0.009
Si -13.567 -2.721 3.987 0.001 -0.003 0.004
Si -10.909 -0.06 4.051 -0.01 -0.017 -0.001
Si -8.122 2.674 4.037 -0.004 0.041 -0.006
Si -10.799 5.514 4.092 0.023 0.01 0.011
Si -8.119 -8.132 3.994 -0.019 0.004 0.008
Si -10.872 -5.44 4.005 0.01 0.003 -0.021
Si -8.143 -2.746 3.986 -0.008 -0.016 -0.031
Si -5.38 0.012 3.956 0.001 0.003 -0.026
Si -2.682 2.717 3.964 -0.013 0.017 -0.016
Si -5.356 5.427 4.034 -0.02 0.016 -0.036
Si -2.614 8.159 4.106 0.006 -0.019 -0.002
Si -5.424 -5.428 4.035 0.018 -0.01 0.007
Si -2.677 -2.698 3.955 0.021 0.006 -0.023
Si 1.317 -1.426 16.291 -0.012 -0.01 0.004
Si 4.094 1.329 16.243 0.005 0.009 -0.01
Si 1.346 4.034 16.274 -0.001 0.002 -0.003
Si 4.088 6.753 16.273 0.013 -0.015 0.002
Si 1.363 -6.828 16.256 -0.003 0.018 -0.003
Si 4.067 -4.153 16.3 -0.015 -0.013 0.001
Si 6.833 -1.42 16.304 0.006 0.009 -0.005
Si 9.478 1.29 16.281 -0.017 0.005 0.003
Si 6.789 4.042 16.256 -0.001 0.009 -0.012
Si 9.478 -9.567 16.336 -0.017 -0.003 0.018
Si 6.772 -6.865 16.314 -0.009 -0.001 -0.001
Si 9.503 -4.129 16.356 -0.014 0.022 0.021
Si 12.228 -1.441 16.318 0.02 -0.019 0.01
Si 14.95 1.34 16.346 0.01 -0.001 0.018
Si 12.206 4.045 16.332 -0.003 0.003 0.015
Si 14.929 6.776 16.28 0 -0.006 0.01
Si 12.181 9.518 16.294 0.004 0.002 0.011
Si 14.915 -4.058 16.313 0.006 0.01 0.002
Si 17.67 -1.314 16.349 0.018 -0.007 0.007
Si 20.377 1.363 16.341 0 -0.014 0.017
Si 17.658 4.064 16.302 -0.015 0.001 0.012
Si 20.38 -9.512 16.296 -0.008 -0.002 0.007
Si 17.659 -6.799 16.268 -0.007 -0.004 -0.009
Si 20.392 -4.047 16.275 0.008 -0.011 -0.004
Si 23.133 -1.306 16.366 0.022 -0.018 0.015
Si 25.81 1.414 16.396 -0.009 0.002 0.022
Si 23.104 4.086 16.376 0.008 0.027 0.02
Si 25.804 -9.49 16.285 -0.012 0.006 0.008
Si 23.097 -6.748 16.261 0.002 0.002 0.001
Si 25.781 -3.999 16.3 0.005 -0.018 0.006
Si 28.509 -1.259 16.328 0.009 0.019 0.007
Si 31.239 1.43 16.321 0.009 -0.014 0.012
Si 28.533 4.121 16.325 0.001 0.001 0.015
Si 31.278 -9.451 16.287 0 0.005 -0.001
Si 28.554 -6.735 16.251 0.017 0 -0.012
Si 31.278 -3.995 16.289 0.013 -0.013 -0.002
Si 34.018 -1.289 16.272 -0.003 0.014 -0.025
Si 36.753 1.412 16.293 -0.002 0.008 -0.006
Si 34.008 4.181 16.302 -0.003 0.037 -0.004
Si 36.759 -9.469 16.344 -0.005 0.006 0.013
Si 34.034 -6.723 16.286 0.012 0.016 -0.002
Si 36.77 -4.058 16.344 -0.009 0.022 0.007
Si 39.46 -1.338 16.323 -0.027 0.024 -0.005
Si -23.075 1.366 16.329 -0.008 0.006 0.01
Si -25.779 4.156 16.298 -0.014 -0.001 -0.005
Si -23.077 -9.462 16.337 0.009 0.003 0.006
Si -25.822 -6.779 16.405 0.018 -0.002 0.002
Si -23.063 -4.066 16.378 -0.019 0.004 0.025
Si -20.399 -1.36 16.339 -0.014 0.006 0.019
Si -17.638 1.354 16.262 -0.001 0.002 -0.023
Si -20.333 4.111 16.286 0.006 -0.003 -0.002
Si -17.614 -9.492 16.305 0.012 -0.003 -0.006
Si -20.342 -6.755 16.365 0.008 -0.007 0.019
Si -17.65 -4.089 16.29 -0.017 -0.009 0.008
Si -14.916 -1.354 16.291 0.005 -0.005 0.002
Si -12.184 1.368 16.315 -0.006 0.016 0.012
Si -14.91 4.093 16.285 -0.017 0.009 0.008
Si -12.223 -9.603 16.269 -0.005 -0.023 0.01
Si -14.925 -6.838 16.295 -0.01 -0.005 0.013
Si -12.204 -4.081 16.245 0.018 0.007 -0.015
Si -9.465 -1.383 16.322 0.017 -0.006 0.007
Si -6.799 1.3 16.398 -0.01 -0.011 0.02
Si -9.52 3.987 16.366 -0.022 -0.025 0.021
Si -6.787 6.744 16.288 -0.023 0.013 0.014
Si -9.447 -6.83 16.238 0 0.021 -0.02
Si -6.743 -4.105 16.334 0.02 -0.02 0.007
Si -4.097 -1.408 16.37 -0.004 -0.001 0.016
Si -1.369 1.284 16.319 0.006 0 0.006
Si -4.104 4.003 16.301 -0.014 -0.01 0.01
Si -1.379 6.766 16.3 -0.009 0.009 0.005
Si -4.044 9.499 16.333 0.008 0.016 0.001
Si -1.382 -4.089 16.337 0.007 -0.001 0.014
Si 2.711 -0.031 17.541 0.015 0.026 -0.021
Si 5.505 2.63 17.606 0.004 -0.035 0.026
Si 2.735 5.384 17.601 -0.005 0.028 0.033
Si 5.405 8.107 17.684 0.002 0.004 0.014
Si 2.732 -5.543 17.669 0.034 -0.018 0.012
Si 5.467 -2.801 17.61 0.016 0.007 0.014
Si 8.174 -0.067 17.707 0.003 -0.003 0.012
Si 10.813 2.643 17.627 -0.001 -0.005 0.01
Si 8.061 5.408 17.675 0.003 -0.002 0.04
Si 10.858 -8.19 17.66 -0.001 0.013 -0.008
Si 8.142 -5.54 17.681 0.008 -0.012 0.007
Si 10.87 -2.771 17.734 -0.007 -0.009 0.01
Si 13.609 -0.099 17.654 0.009 -0.007 0.023
Si 16.329 2.706 17.7 0.019 -0.014 0.01
Si 13.577 5.434 17.665 -0.005 0.028 0.017
Si 16.28 8.163 17.601 0.044 0.01 0.036
Si 13.486 10.934 17.638 -0.009 0.016 0.001
Si 16.293 -2.692 17.66 -0.04 0.022 0.035
Si 19.023 0.046 17.754 -0.003 -0.023 0.014
Si 21.742 2.681 17.721 0.008 0.002 -0.012
Si 19.014 5.435 17.638 0.01 0.031 0.03
Si 21.728 -8.094 17.604 0.011 0.009 -0.007
Si 19.066 -5.463 17.594 0.016 -0.002 -0.018
Si 21.71 -2.661 17.65 -0.011 0.009 0.031
Si 24.479 0.046 17.805 -0.017 -0.003 0.018
Si 27.182 2.79 17.743 0.036 0.013 0.021
Si 24.475 5.488 17.701 -0.006 -0.019 0.04
Si 27.159 -8.076 17.574 -0.007 0.025 -0.014
Si 24.443 -5.399 17.638 -0.005 -0.001 0.034
Si 27.098 -2.591 17.656 -0.021 0.017 -0.01
Si 29.835 0.121 17.71 -0.001 0.023 0.023
Si 32.612 2.837 17.61 -0.025 0.003 0.032
Si 29.888 5.528 17.63 0.011 -0.005 0.007
Si 32.67 -8.078 17.608 -0.015 -0.005 0.021
Si 29.908 -5.372 17.607 -0.01 -0.006 0.014
Si 32.647 -2.611 17.623 -0.013 -0.017 0.03
Si 35.395 0.04 17.63 0.017 -0.001 0.034
Si 38.105 2.822 17.607 0.023 -0.009 -0.028
Si 35.377 5.52 17.699 -0.021 -0.026 0.015
Si 38.118 -8.178 17.78 -0.018 -0.014 0.06
Si 35.392 -5.401 17.692 -0.025 -0.048 0.023
Si 38.142 -2.709 17.715 -0.001 -0.024 -0.021
Si 40.799 0.027 17.677 -0.003 -0.03 0.042
Si -21.672 2.739 17.634 -0.003 -0.012 -0.015
Si -24.428 5.498 17.696 -0.04 0.018 0.004
Si -21.724 -8.102 17.709 -0.002 -0.011 0.026
Si -24.462 -5.386 17.747 -0.012 -0.006 0.005
Si -21.713 -2.719 17.773 0.037 0.018 0.075
Si -19.01 0.024 17.627 0.038 0.013 -0.001
Si -16.283 2.72 17.594 -0.026 0.008 -0.002
Si -18.939 5.437 17.644 -0.011 -0.034 0.012
Si -16.305 -8.13 17.719 -0.022 0.019 0.002
Si -18.942 -5.423 17.741 0.007 0.017 0.002
Si -16.318 -2.704 17.612 -0.007 0 0.02
Si -13.533 -0.001 17.638 -0.006 -0.015 0.01
Si -10.884 2.656 17.816 0.024 0.002 0.033
Si -13.568 5.402 17.711 0.027 -0.023 0.032
Si -10.826 -8.216 17.514 0.041 0.011 -0.033
Si -13.547 -5.452 17.582 -0.009 0.007 0.016
Si -10.831 -2.769 17.622 -0.024 -0.018 0.02
Si -8.191 -0.037 17.791 -0.017 0.018 0.006
Si -5.389 2.632 17.742 0.046 0.019 0.026
Si -8.146 5.378 17.653 0.039 0.013 0.009
Si -5.387 8.073 17.635 0.016 -0.002 -0.025
Si -8.076 -5.524 17.639 -0.033 -0.021 0.021
Si -5.453 -2.74 17.779 -0.003 -0.018 0.003
Si -2.699 -0.085 17.723 0.001 0.009 0.009
Si 0.003 2.657 17.635 -0.002 -0.03 0.049
Si -2.769 5.388 17.63 0.008 0.013 -0.021
Si -0.008 -8.151 17.604 -0.007 -0.015 0.027
Si -2.729 -5.423 17.731 -0.033 -0.027 0.025
Si -0.043 -2.733 17.727 -0.017 0.028 0.028
Si 1.391 1.274 18.96 0.009 -0.023 -0.058
Si 4.127 3.979 18.892 -0.021 0.015 -0.042
Si 1.391 6.816 18.9 0.016 0.023 -0.06
Si 4.024 -6.94 19.107 -0.024 -0.014 0.014
Si 1.378 -4.14 18.952 -0.028 -0.003 -0.047
Si 4.133 -1.33 18.841 0.037 0.038 -0.048
Si 6.824 1.295 19.067 -0.036 0.026 -0.017
Si 9.406 3.983 18.956 0 -0.02 -0.039
Si 6.726 6.782 19.101 0.045 -0.018 -0.014
Si 9.507 -6.89 19.069 -0.034 0.002 -0.001
Si 6.734 -4.227 19.008 -0.042 0.015 -0.036
Si 9.529 -1.413 19.106 0.012 0.02 0.003
Si 12.157 1.207 18.924 -0.03 -0.016 -0.018
Si 14.951 4.079 19.003 0.013 -0.007 0.009
Si 12.221 -9.516 19.028 -0.003 0.018 0.005
Si 14.85 9.536 18.869 -0.005 -0.023 -0.033
Si 12.179 -4.116 19.167 0.043 -0.044 0.025
Si 14.973 -1.372 19.119 0.004 0.006 -0.024
Si 17.674 1.403 19.158 0.011 -0.004 -0.007
Si 20.356 4.059 19.005 -0.021 -0.013 -0.008
Si 17.67 6.837 18.96 -0.02 0.007 -0.023
Si 20.376 -6.801 19.022 -0.011 -0.015 0.002
Si 17.711 -4.096 18.879 0.027 0.011 -0.04
Si 20.407 -1.319 19.097 0.009 0.031 -0.045
Si 23.054 1.342 19.182 -0.019 -0.02 -0.008
Si 25.857 4.173 19.111 -0.005 0.029 -0.035
Si 23.09 -9.4 18.959 0.022 0.042 -0.032
Si 25.837 -6.748 18.98 0.003 -0.012 -0.032
Si 23.032 -4.062 18.96 0.01 -0.025 -0.036
Si 25.877 -1.264 19.221 0.054 0.023 0.019
Si 28.508 1.472 19.195 -0.014 -0.009 0.007
Si 31.231 4.177 18.994 0.011 -0.023 -0.055
Si 28.522 -9.377 18.928 0.011 -0.017 -0.035
Si 31.355 -6.675 18.938 0.011 0.011 -0.063
Si 28.429 -4.04 18.87 -0.002 -0.06 -0.062
Si 31.217 -1.287 18.955 -0.008 0.007 -0.021
Si 34.016 1.469 18.881 0.004 0.019 -0.042
Si 36.75 4.117 19.02 -0.025 0.019 -0.018
Si 34.011 -9.395 19.02 0.014 0.001 -0.017
Si 36.717 -6.793 19.096 -0.018 -0.005 -0.048
Si 34.058 -3.93 18.969 0.014 0.04 -0.034
Si 36.778 -1.317 19.005 -0.058 -0.012 -0.024
Si 39.481 1.519 18.956 0.02 0.05 -0.028
Si -22.961 4.168 18.957 0.017 0.025 -0.035
Si 39.462 -9.604 19.179 0.014 -0.045 -0.012
Si -23.143 -6.779 19.094 0.036 -0.028 0.02
Si 39.486 -4.029 19.172 0.027 0.016 0.037
Si 42.089 -1.378 19.072 -0.073 0.015 -0.046
Si -20.322 1.391 19.007 0.016 0.008 -0.008
Si -17.636 4.001 19.019 -0.014 -0.006 -0.018
Si -20.225 -9.43 18.955 0.036 0.013 -0.037
Si -17.56 -6.712 19.185 0.027 0.031 0.016
Si -20.255 -4.063 19.14 -0.021 0.042 -0.012
Si -17.689 -1.349 18.983 -0.018 -0.03 -0.029
Si -14.915 1.392 18.936 0.014 0.033 -0.021
Si -12.257 4.054 19.175 0 0.011 -0.006
Si -14.974 -9.551 19.024 -0.027 -0.008 -0.023
Si -12.16 -6.872 18.843 0.028 -0.003 -0.048
Si -14.941 -4.086 18.895 -0.004 -0.024 -0.031
Si -12.146 -1.365 18.975 0.047 0.025 -0.032
Si -9.586 1.235 19.251 -0.053 -0.018 0.011
Si -6.797 4.014 19.023 0.01 -0.001 -0.03
Si -9.538 6.779 18.934 -0.029 0.002 -0.015
Si -6.682 9.436 18.996 -0.019 0.031 -0.018
Si -9.507 -4.207 18.942 -0.023 -0.001 -0.059
Si -6.87 -1.42 19.168 0.024 -0.048 0.004
Si -4.008 1.242 19.135 -0.04 0.027 -0.023
Si -1.412 4.019 18.933 -0.016 -0.016 -0.009
Si -4.116 6.69 19.057 -0.025 -0.02 -0.008
Si -1.343 -6.816 19.025 0.033 0.001 -0.031
Si -4.045 -4.035 19.17 0.011 0.037 -0.036
Si -1.368 -1.37 19.198 -0.009 0.001 0.003
Si 0.07 0.03 20.476 -0.041 0.004 0.051
Si 2.824 2.611 20.24 0.005 -0.022 0.064
Si 0.013 5.42 20.113 -0.015 -0.006 0.028
Si 2.642 8.028 20.502 -0.023 0.018 0.081
Si 0.062 -5.43 20.38 -0.048 -0.001 0.035
Si 2.793 -2.712 20.093 -0.014 0 0.028
Si 5.403 -0.043 20.366 -0.018 0.045 0.083
Si 8.157 2.631 20.472 0.038 -0.004 0.076
Si 5.303 5.347 20.349 0.016 0.042 0.079
Si 8.186 8.077 20.489 0.009 -0.046 0.002
Si 5.398 -5.609 20.456 0.016 -0.006 0.053
Si 8.114 -2.851 20.307 0.049 -0.019 0.044
Si 10.921 -0.084 20.513 0.034 -0.03 0.075
Si 13.537 2.598 20.148 0.038 -0.011 0.011
Si 10.785 5.373 20.216 0 0.032 -0.009
Si 13.556 -8.062 20.349 -0.056 0.015 0.048
Si 10.797 -5.543 20.516 0.021 0.014 0.097
Si 13.603 -2.762 20.504 0.006 0.002 0.033
Si 16.333 0.029 20.544 -0.018 -0.023 0.029
Si 19.034 2.801 20.523 -0.015 0.008 0.077
Si 16.294 5.509 20.321 0.015 0.009 -0.003
Si 19.032 8.157 20.394 -0.022 -0.029 0.05
Si 16.299 10.852 20.098 -0.012 -0.019 0.022
Si 19.004 -2.761 20.301 0.011 -0.003 0.037
Si 21.73 -0.054 20.642 0.036 -0.061 0.045
Si 24.437 2.783 20.429 -0.011 -0.004 -0.015
Si 21.706 5.523 20.212 -0.038 0.004 -0.023
Si 24.459 -8.06 20.347 0.006 -0.017 0.025
Si 21.69 -5.41 20.372 0.026 0.02 0.052
Si 24.382 -2.729 20.33 0.011 0.009 0.025
Si 27.257 0.107 20.735 -0.009 -0.022 0.093
Si 29.865 2.932 20.491 -0.018 0.003 0.045
Si 27.224 5.667 20.403 -0.086 0.009 0
Si 29.934 -8.018 20.202 -0.013 0.001 0.077
Si 27.159 -5.351 20.335 -0.002 0 0.055
Si 29.79 -2.734 20.175 0.051 0.11 0.019
Si 32.567 0.197 20.175 -0.039 0.009 0
Si 35.384 2.75 20.319 0.043 -0.045 0.035
Si 32.627 5.555 20.286 -0.019 0.003 0.088
Si 35.343 -8.142 20.51 0.001 -0.004 0.052
Si 32.706 -5.276 20.29 -0.042 -0.03 0.034
Si 35.415 -2.639 20.42 0.025 -0.01 0.06
Si 38.104 0.153 20.264 -0.005 0.032 0.032
Si 40.958 2.847 20.278 -0.062 -0.039 0.039
Si 38.079 5.265 20.568 0.045 -0.004 0.07
Si 40.813 -8.18 20.512 -0.034 -0.012 0.048
Si 38.086 -5.419 20.457 -0.002 -0.014 0.054
Si 40.79 -2.69 20.66 0.028 0.004 0.101
Si 43.539 0.028 20.239 -0.027 0.02 0.014
Si -18.963 2.64 20.48 0.062 -0.008 0.052
Si -21.509 5.472 20.26 0.02 -0.051 0.012
Si -18.936 -8.127 20.473 -0.002 -0.006 0.063
Si -21.704 -5.438 20.402 0.015 -0.002 0.043
Si -18.896 -2.638 20.546 -0.026 -0.027 0.065
Si -16.266 0.004 20.223 0.003 0.009 0.052
Si -13.661 2.627 20.497 -0.018 0.028 0.012
Si -16.275 5.342 20.385 0.039 -0.044 0.027
Si -13.607 -8.064 20.192 -0.041 -0.005 0.063
Si -16.151 -5.268 20.511 -0.048 -0.045 0.079
Si -13.543 -2.761 20.164 0 -0.03 0.032
Si -10.963 -0.209 20.678 0.044 0.005 0.064
Si -8.192 2.731 20.426 -0.034 0.009 0.013
Si -10.917 5.583 20.417 -0.07 0.015 0.042
Si -8.07 8.021 20.257 0.032 0.021 0.013
Si -10.793 -5.661 20.279 0.076 -0.043 0.056
Si -8.302 -2.862 20.42 0.028 0.005 0.059
Si -5.473 -0.066 20.515 0.022 0.04 0.049
Si -2.574 2.641 20.449 0.019 -0.067 -0.01
Si -5.449 5.311 20.466 0.016 0.048 0.083
Si -2.69 -8.292 20.338 0.015 -0.006 0.03
Si -5.383 -5.511 20.426 0.007 -0.033 0.013
Si -2.717 -2.676 20.679 -0.006 -0.007 0.076
Si 1.721 -1.24 21.54 -0.271 -0.074 -0.717
Si 3.83 1.09 21.744 0.339 0.193 -0.7
Si 1.415 4.063 21.326 0.043 -0.005 -0.581
Si 3.591 6.222 21.735 0.068 0.146 -0.771
Si 0.994 -7.09 21.734 0.335 0.061 -0.736
Si 4.21 -3.894 21.5 -0.119 -0.273 -0.729
Si 6.484 -1.754 21.52 0.083 0.174 -0.83
Si 9.865 1.587 21.793 -0.283 -0.145 -0.77
Si 6.907 4.261 21.63 -0.118 -0.336 -0.723
Si 9.291 6.356 21.717 0.25 0.382 -0.749
Si 7.025 -6.695 21.812 -0.167 -0.101 -0.721
Si 9.155 -4.378 21.743 0.158 0.044 -0.778
Si 12.579 -1.14 21.893 -0.177 -0.17 -0.736
Si 14.637 1.233 21.672 0.235 0 -0.722
Si 11.993 3.79 21.364 -0.045 -0.006 -0.695
Si 15.167 -9.182 21.578 -0.113 -0.201 -0.776
Si 12.195 -6.872 21.899 0.024 0.014 -0.825
Si 15.317 -3.975 21.561 -0.391 -0.089 -0.762
Si 17.491 -1.696 21.703 0.214 0.421 -0.706
Si 20.349 1.398 21.92 -0.012 0.001 -0.777
Si 17.833 4.473 21.737 -0.052 -0.225 -0.757
Si 20.195 6.546 21.674 0.033 0.176 -0.719
Si 17.346 9.343 21.498 0.275 -0.02 -0.79
Si 20.453 -3.927 21.71 -0.142 -0.231 -0.761
Si 22.844 -1.844 21.855 0.104 0.41 -0.617
Si 25.663 1.52 21.972 0.219 -0.201 -0.74
Si 23.322 4.53 21.53 -0.148 -0.312 -0.666
Si 25.607 -9.561 21.738 0.311 0.342 -0.524
Si 23.301 -6.512 21.643 -0.114 -0.166 -0.741
Si 25.49 -4.284 21.63 0.14 0.045 -0.727
Si 28.992 -1.274 21.82 -0.3 0.068 -0.712
Si 31.581 1.8 21.619 -0.246 -0.234 -0.74
Si 28.798 4.67 21.779 -0.132 -0.331 -0.673
Si 31.077 -9.529 21.525 0.145 0.029 -0.744
Si 28.871 -6.418 21.515 -0.17 -0.182 -0.733
Si 31.032 -4.169 21.505 0.204 0.132 -0.665
Si 34.102 -0.974 21.431 -0.115 -0.255 -0.831
Si 36.418 1.108 21.676 0.266 0.315 -0.734
Si 33.837 3.985 21.519 0.098 0.196 -0.768
Si 36.878 -9.434 21.829 -0.308 -0.224 -0.732
Si 34.282 -6.344 21.643 0.048 -0.188 -0.805
Si 36.597 -4.202 21.813 0.097 0.227 -0.7
Si 39.738 -0.762 21.68 -0.171 -0.533 -0.672
Si 42.117 1.316 21.583 0.245 0.134 -0.7
Si 39.517 3.766 21.861 -0.11 0.211 -0.727
Si 42.58 -9.37 21.562 -0.226 0.012 -0.699
Si 39.077 -7.099 21.778 0.271 0.184 -0.752
Si 42.517 -3.906 21.835 -0.294 -0.046 -0.76
Si 44.581 -1.524 21.603 0.219 -0.095 -0.762
Si -17.382 1.368 21.755 -0.276 -0.051 -0.678
Si -19.995 4.367 21.715 -0.101 -0.146 -0.823
Si -17.76 -9.773 21.691 0.039 0.174 -0.687
Si -20.621 -7.049 21.731 0.198 0.111 -0.803
Si -17.086 -3.526 21.862 -0.098 -0.122 -0.788
Si -14.855 -1.347 21.462 0.025 0.001 -0.481
Si -12.72 0.918 21.851 0.16 0.021 -0.715
Si -15.298 3.73 21.829 0.361 0.209 -0.774
Si -12.402 6.995 21.679 0.213 -0.199 -0.716
Si -14.426 -6.411 21.657 -0.235 0.081 -0.708
Si -12.25 -4.252 21.384 -0.001 -0.001 -0.523
Si -10.032 -2.114 21.896 0.104 0.328 -0.742
Si -6.616 1.591 21.732 -0.099 -0.135 -0.655
Si -9.387 4.347 21.656 -0.044 -0.029 -0.651
Si -7.103 6.458 21.714 0.177 0.029 -0.715
Si -9.156 9.527 21.616 -0.357 -0.143 -0.693
Si -7.101 -4.443 21.625 0.236 0.164 -0.779
Si -4.08 -1.218 22.048 -0.074 -0.264 -0.715
Si -0.731 1.855 21.799 -0.225 -0.201 -0.811
Si -4.233 3.692 21.7 0.063 0.252 -0.689
Si -1.075 6.858 21.563 -0.2 -0.062 -0.706
Si -3.681 -6.636 21.623 -0.37 -0.291 -0.641
Si -1.425 -4.327 21.83 0.242 0.398 -0.543
Si 2.056 4.553 -2.748 -0.084 -0.071 0.012
Si 8.694 1.359 24.621 0.032 0.026 -0.134
Si 1.406 -7.113 24.664 0.05 0.131 -0.014
Si 10.857 -7.451 -6.907 -0.022 0.076 -0.081
Si 3.746 7.27 24.565 0.104 0.008 -0.034
Si 9.468 -3.22 24.641 0.043 -0.108 -0.125
Si 12.354 -2.542 24.739 0.005 0.073 -0.198
Si 9.043 5.462 -4.647 -0.008 -0.091 -0.002
Si 11.119 7.205 23.982 0.15 -0.009 -0.151
Si 13.927 -5.146 23.919 -0.036 -0.066 -0.08
Si 10.04 -1.662 -4.034 0.176 -0.023 0.001
Si 12.68 -0.273 -3.537 0.078 0.054 -0.012
Si 13.501 -1.819 -5.897 -0.09 -0.06 0.122
Si 18.661 -0.258 24.045 0.036 -0.08 -0.121
Si 13.545 5.491 23.576 -0.002 -0.025 -0.012
Si 14.999 6.55 -6.17 0.078 0.057 0.003
Si 15.351 -7.334 -4.514 -0.1 -0.069 -0.041
Si 11.992 -3.97 -4.261 0.032 -0.016 0.01
Si 28.37 -1.712 24.92 0.195 0.137 -0.042
Si 22.171 7.851 23.809 -0.017 0.023 -0.172
Si 22.04 3.247 23.879 -0.065 -0.11 0.061
Si 22.09 5.426 -4.325 -0.08 0.116 -0.134
Si 18.672 -5.392 23.864 0.118 0.116 -0.047
Si 19.067 -5.26 -2.106 0.056 -0.112 0.313
Si 23.091 -1.43 24.816 0.091 -0.035 -0.068
Si 24.321 -5.957 -2.006 0.21 0.064 0.072
Si 30.938 -6.66 -4.095 -0.073 -0.131 0.052
Si -31.915 -6.382 24.559 0.008 0.088 0.003
Si 24.993 6.882 24.643 0.119 0.247 -0.064
Si 24.95 -0.443 -6.51 0.02 0.103 -0.02
Si 30.28 2.149 24.247 0.049 -0.001 -0.04
Si 32.412 7.341 24.199 0.01 -0.069 -0.058
Si 31.388 -3.804 -2.985 0.015 0.042 0.176
Si 29.633 0.997 -3.967 0.025 0 -0.035
Si 25.134 -4.804 -6.334 0.054 -0.048 0.046
Si -27.86 -3.36 24.798 -0.081 -0.104 -0.069
Si -23.53 4.155 -4.748 0.047 0.077 0.109
Si -26.62 -0.652 -4.636 0.035 -0.015 -0.075
Si 31.276 4.67 25.366 -0.036 0.018 0
Si -30.27 5.666 23.917 0.036 -0.073 -0.022
Si -24.955 -3.27 26.151 0.026 -0.011 -0.032
Si -22.667 -1.188 -6.985 0.004 0.011 0.016
Si -26.263 4.408 -5.898 -0.048 0.017 -0.024
Si -17.727 0.055 24.675 -0.013 0.085 -0.2
Si -24.374 5.858 23.737 0.048 -0.105 -0.054
Si -22.492 5.038 25.838 0.056 -0.042 -0.031
Si -20.233 7.194 -4.005 0.033 -0.065 0.024
Si -23.082 -5.383 24.692 0.002 0.072 -0.226
Si -21.486 -1.749 -2.262 -0.117 0.004 0.021
Si -13.71 5.156 23.914 -0.047 0.046 -0.036
Si -16.221 -7.906 23.663 0.037 -0.07 -0.121
Si -20.208 -6.38 24.768 -0.066 -0.129 -0.095
Si -17.684 -3.079 -5.153 0.061 0.064 -0.021
Si -17.635 5.007 -6.635 -0.077 0.063 -0.102
Si -9.955 1.287 25.716 0.014 0.024 -0.076
Si -11.414 3.053 23.805 -0.111 -0.047 -0.257
Si -10.796 -7.875 23.841 0.109 -0.056 -0.043
Si -5.374 -3.341 23.864 0.004 0.006 0.075
Si -17.56 -5.355 24.329 0.025 0.025 -0.08
Si -9.923 -1.517 24.875 0.14 -0.111 -0.04
Si -6.695 -1.02 -4.398 0.084 -0.002 0.131
Si -8.755 -2.488 -5.721 -0.062 0.015 -0.163
Si -5.438 6.782 24.136 -0.04 0.047 0.008
Si -2.453 5.841 -6.595 -0.007 0.014 -0.013
Si -5.657 -5.122 -7.032 -0.061 0.2 -0.149
Si -3.502 2.022 -7.031 0.007 -0.047 -0.06
Si -2.295 0.563 23.998 -0.071 -0.069 -0.012
Si 2.425 1.592 -3.542 -0.015 0.079 0.035
Si -5.142 7.266 -6.237 0.136 0.009 -0.069
Si -2.859 5.559 23.676 0.016 0.037 -0.061
Si -3.794 -5.762 24.272 0.11 -0.012 -0.057
Si -2.342 -1.582 26.049 0.021 0.029 0.043
Si 2.635 -2.941 23.72 -0.025 -0.067 -0.185
Si 4.594 -1.458 25.544 -0.109 -0.142 0.019
Si 4.064 5.622 -6.127 -0.067 -0.058 -0.043
Si 6.325 -7.614 24.781 0.055 0.032 -0.093
Si 1.562 -4.587 26.121 -0.044 0.003 0.137
Si -1.783 -1.401 -4.175 0.018 -0.084 0.084
Si 6.774 3.563 24.573 0.005 0.091 -0.162
Si 13.752 3.827 -5.167 -0.02 0.066 0.045
Si 4.687 6.217 -2.427 0.08 -0.03 0.153
Si 6.451 -4.914 -4.411 -0.018 0.079 -0.007
Si 7.31 -1.148 24.487 -0.122 -0.142 0.005
Si 10.905 3.124 -4.825 0.034 0.045 -0.003
Si 15.675 3.395 23.812 -0.059 0.121 -0.239
Si 25.176 5.253 -4.361 0.006 0.044 0.036
Si 19.645 3.669 25.801 -0.08 0.082 -0.01
Si 20.467 -6.984 25.786 0.041 0.006 0.035
Si 13.822 -7.142 -7.062 -0.008 -0.083 0.082
Si 16.422 2.659 -5.258 0.034 -0.026 -0.094
Si 20.45 -1.819 25.988 -0.053 0.159 0.104
Si 17.695 5.283 -6.38 -0.003 -0.003 -0.144
Si 21.799 -6.219 -3.193 0.053 -0.027 0.055
Si 20.929 7.436 -2.567 -0.058 -0.069 -0.079
Si 16.44 -2.449 -5.281 0.051 -0.093 0.063
Si 18.224 -3.907 -7.077 -0.209 0 0.065
Si -31.608 -1.717 -2.923 -0.023 -0.048 0.092
Si 29.208 5.721 -6.336 -0.029 -0.02 -0.016
Si 24.669 3.077 -2.341 0.021 -0.043 0.174
Si 27.503 3.118 23.976 0.051 0.139 0.028
Si 20.982 -2.639 -4.494 0.053 0.181 -0.009
Si 29.806 0.24 -6.763 -0.011 -0.076 -0.061
Si 26.357 -7.473 -6.898 0.072 -0.076 0.003
Si -32.015 -3.72 25.81 -0.04 0.026 -0.027
Si 28.058 -6.255 24.341 0.079 0.007 -0.011
Si -30.79 6.073 -4.619 -0.133 -0.008 -0.138
Si 26.505 -3.74 24.457 0.073 -0.125 0.017
Si 26.435 4.83 26.137 -0.052 -0.028 0.053
Si -30.124 -1.525 25.621 -0.089 0.146 -0.07
Si -29.71 1.076 -6.632 -0.132 -0.139 -0.097
Si 32.183 7.256 -3.129 -0.064 0.01 0.259
Si -29.179 -8.072 -5.475 -0.076 0.028 -0.003
Si -26.716 1.12 23.487 -0.105 -0.046 -0.203
Si -26.381 0.094 -1.927 -0.046 -0.11 0.19
Si -22.549 1.364 -5.223 0.073 -0.013 -0.082
Si -18.374 4.918 -3.633 0.061 0.122 0.042
Si -22.281 5.566 -2.309 -0.035 -0.021 0.187
Si -25.153 -7.55 24.399 -0.011 0.07 -0.01
Si -26.605 7.393 -6.481 0.039 -0.09 0.038
Si -23.345 0.41 -2.36 -0.07 0.055 0.102
Si -15.809 -1.649 -6.913 -0.074 0.009 0.041
Si -14.565 0.571 -5.287 -0.033 0.049 0.067
Si -20.518 -6.229 -2.855 0.044 -0.156 0.124
Si -14.322 7.563 -4.226 -0.154 -0.138 0.026
Si -20.589 -0.08 24.363 -0.103 0.006 -0.004
Si -11.637 0.339 -5.21 -0.048 0.01 -0.017
Si -12.952 -5.143 -5.588 0.059 -0.061 0.006
Si -15.513 -6.324 -2.751 0.099 -0.163 0.069
Si -15.186 6.891 26.131 0.082 -0.089 -0.175
Si -8.308 -5.344 -5.799 -0.062 -0.137 0.035
Si -11.559 -2.54 -6.333 0.063 0.124 -0.025
Si -21.569 2.755 23.923 -0.135 0.041 -0.158
Si -6.447 1.552 -2.751 -0.009 0.011 0.12
Si -7.152 4.365 -3.292 0.115 0.009 -0.072
Si -5.9 3.984 25.49 -0.013 0.061 0.028
Si -4.493 -6.288 -4.725 -0.018 -0.029 -0.025
Si -10.655 -6.517 -7.015 0.012 0.004 -0.037
Si -7.549 5.437 -5.945 0.055 0.009 -0.089
Si -5.004 -0.457 -6.865 0.083 0.184 -0.009
Si 4.439 1.622 24.838 -0.11 -0.106 -0.356
Si -0.386 8.06 -6.546 0.09 -0.058 0.065
Si -1.332 -6.388 -4.294 0.005 -0.099 0.006
Si 3.721 -3.395 -5.25 -0.042 -0.057 -0.014
Si -0.62 1.382 -3.162 -0.055 -0.005 0.08
Si -1.309 -4.345 24.945 0.15 -0.011 -0.155
Si 4.953 0.373 -2.275 0.036 -0.022 0.106
Si 3.724 2.466 -6.004 -0.018 0.086 -0.008
Si 6.967 6.004 -6.886 -0.093 -0.04 -0.005
Si 2.565 -3.009 -2.384 0.037 0.09 0.084
Si 6.383 -7.659 -2.885 0.018 0.024 0.132
Si 6.807 4.181 -2.973 -0.017 -0.085 0.123
Si 6.405 1.485 -4.612 0.061 -0.007 -0.072
Si 12.68 2.835 -2.672 0.038 -0.045 0.137
Si 1.564 6.581 -4.623 -0.059 -0.01 0.029
Si 8.166 -5.673 -6.985 0.036 -0.096 0.039
Si 9.257 0.683 -5.785 -0.069 0.043 0.021
Si 18.536 -1.598 -3.104 -0.12 0.055 0.174
Si 11.41 -7.133 -4.029 0.066 0.227 0.121
Si 9.239 7.699 -2.923 0.031 0.029 0.113
Si 13.691 -7.815 -2.158 -0.015 -0.129 0.132
Si 8.088 -3.118 -2.294 0.025 -0.154 0.036
Si 13.356 -2.585 -1.929 0.167 0.054 0.07
Si 16.646 2.35 -2.132 -0.101 0.114 0.146
Si 17.362 1.722 25.664 0.014 -0.05 0.033
Si 20.782 2.725 -4.576 0.068 -0.005 -0.041
Si 19.859 7.145 -5.275 0.208 -0.144 -0.067
Si 17.28 -5.062 -4.543 -0.039 0.037 0.017
Si 19.264 1.235 -2.572 -0.028 0.031 0.085
Si 23.526 -1.657 -2.86 0.054 -0.034 0.05
Si 28.889 -1.947 -3.028 -0.082 -0.007 0.088
Si 23.293 1.015 -4.201 0.054 0.005 -0.036
Si 25.805 7.906 -2.812 -0.09 -0.102 0.144
Si 22.087 -5.256 -5.809 0.116 -0.173 0.006
Si 23.998 1.165 24.474 0.144 0.034 -0.081
Si 26.123 -2.355 -4.585 -0.104 0.034 -0.027
Si 29.772 5.667 -3.496 -0.08 0.019 0.013
Si 29.364 3.131 -2.082 0.013 -0.056 0.039
Si 29.323 -7.632 -6.539 -0.23 0.038 0.031
Si 30.935 -2.014 26.008 0.016 -0.071 -0.048
Si 31.665 -1.711 23.083 -0.186 -0.014 -0.232
Si -31.052 3.954 -6.899 0.117 0.128 -0.095
Si 32.419 0.915 -2.878 -0.016 0.011 0.137
Si -29.487 -1.232 -4.912 0.035 0.064 0.11
Si -26.965 -8.056 -3.654 0.03 0.004 0.065
Si 28.782 -8.109 -2.297 -0.036 -0.077 0.007
Si -29.668 -5.579 -6.99 0.026 0.048 -0.116
Si -30.351 2.66 -2.203 0.012 0.042 0.139
Si -26.591 1.531 -6.848 -0.061 0.005 0.178
Si -28.479 4.31 -3.828 -0.016 -0.075 0.027
Si -27.1 5.924 -1.775 -0.036 0.081 0.09
Si -26.78 -5.269 -2.165 -0.068 0.013 0.155
Si -25.183 -3.309 -4.075 -0.07 -0.06 0.122
Si -19.201 2.34 -2.167 0.087 -0.023 0.078
Si -20.326 -1.741 -5.187 0.003 -0.019 -0.027
Si -15.955 5.703 -2.183 0.128 0.112 0.221
Si -20.128 6.984 26.09 0.082 0.024 0.053
Si -22.662 -4.398 -2.511 -0.177 0.02 0.069
Si -17.86 -4.719 -2.794 0.005 0.004 0.177
Si -14.086 -1.308 -2.824 -0.078 0.148 -0.014
Si -11.282 7.01 -4.26 0.126 -0.009 -0.026
Si -17.072 2.06 -6.39 0.084 0.025 0.029
Si -19.654 1.184 -4.862 0.041 0.02 0.05
Si -10.059 6.957 -6.927 0.001 -0.029 -0.036
Si -13.436 -4.108 -2.907 0.13 0.012 0.093
Si -11.289 -0.085 -2.163 0.125 0.038 0.063
Si -7.06 1.264 24.652 -0.186 -0.054 -0.017
Si -9.08 -7.29 -3.384 -0.019 0.129 0.142
Si -10.622 5.71 -1.776 -0.062 -0.094 0.103
Si -15.673 -4.565 -6.738 0.032 0.011 0.012
Si -4.457 -2.22 -2.799 0.089 -0.018 0.06
Si -4.342 3.56 -2.963 -0.071 0.101 0.133
Si -1.909 3.401 -4.975 0.066 -0.008 -0.011
Si -8.017 6.91 -1.965 0.009 -0.001 -0.142
Si 0.188 -8.133 -2.331 0.083 -0.137 0.147
Si -5.123 -5.115 -2.096 -0.049 0.076 0.076
Si -0.34 -3.88 -2.871 -0.087 0.078 0.103
Si 1.354 -1.385 5.407 -0.007 -0.003 -0.014
Si 4.071 1.329 5.466 -0.014 -0.001 -0.002
Si 1.395 4.022 5.416 0.003 0.018 -0.003
Si 4.116 6.798 5.46 0.009 -0.012 -0.001
Si 1.387 9.512 5.479 0.007 0.008 -0.003
Si 4.091 -4.069 5.437 0.007 0.002 -0.004
Si 6.755 -1.401 5.493 -0.022 -0.013 0.014
Si 9.533 1.335 5.463 -0.004 -0.006 0.001
Si 6.814 4.049 5.468 0.006 -0.018 -0.008
Si 9.529 6.804 5.473 -0.007 -0.007 -0.001
Si 6.806 -6.833 5.4 0.01 -0.014 -0.033
Si 9.494 12.19 5.437 0.018 -0.018 -0.017
Si 12.187 -1.34 5.449 0.01 0.014 -0.013
Si 14.975 1.35 5.461 0.022 -0.012 0.002
Si 12.229 4.087 5.491 -0.013 0.017 0.003
Si 14.953 6.807 5.441 -0.001 -0.009 -0.005
Si 12.218 9.533 5.411 -0.018 0.017 -0.026
Si 14.902 -4.057 5.452 0.017 0 -0.006
Si 17.628 -1.317 5.453 0.021 0.017 -0.005
Si 20.402 1.355 5.444 0.021 -0.004 -0.012
Si 17.65 4.093 5.41 -0.015 0.015 -0.018
Si 20.346 6.755 5.465 0.013 -0.013 0.001
Si 17.635 -6.801 5.483 -0.008 0.022 -0.015
Si 20.384 -4.071 5.5 0.012 0.024 -0.009
Si 23.091 -1.304 5.474 -0.003 0.004 0.014
Si 25.849 1.346 5.411 0.019 -0.011 -0.019
Si 23.069 4.066 5.451 -0.016 0.012 -0.002
Si 25.853 6.773 5.482 0.009 -0.003 -0.009
Si 23.065 -6.783 5.534 -0.014 -0.018 0.006
Si 25.854 -4.027 5.457 0.011 -0.025 -0.028
Si 28.562 -1.341 5.397 -0.006 0.003 -0.011
Si 31.297 1.355 5.361 0.023 0.017 -0.036
Si 28.561 4.058 5.418 0 0.027 -0.003
Si 31.25 6.782 5.492 -0.008 -0.02 0.006
Si 28.546 -6.764 5.488 -0.016 0.007 -0.002
Si 31.261 -4.048 5.43 -0.012 -0.015 -0.017
Si 33.98 -1.323 5.44 -0.014 0.007 -0.01
Si 36.698 1.384 5.446 -0.001 0.012 -0.021
Si 33.965 4.043 5.454 0.014 0.025 -0.003
Si -28.577 6.823 5.55 0.024 0.016 0.009
Si 33.997 -6.781 5.542 -0.004 0.007 0.013
Si -28.572 -4.047 5.564 -0.018 0.013 0.012
Si -25.821 -1.31 5.503 -0.002 -0.016 -0.005
Si -23.124 1.383 5.463 -0.014 -0.021 -0.022
Si -25.862 4.104 5.499 0.013 -0.008 -0.003
Si -23.108 6.817 5.52 -0.001 0.014 -0.018
Si -25.792 -6.79 5.568 0.006 -0.017 0.008
Si -23.104 -4.055 5.489 -0.016 -0.002 -0.005
Si -20.385 -1.341 5.441 0.012 -0.018 -0.004
Si -17.653 1.377 5.419 -0.008 -0.006 -0.014
Si -20.332 4.083 5.496 0.03 0.003 0
Si -17.684 6.791 5.463 -0.014 0.006 0.005
Si -20.345 -6.834 5.5 0.003 -0.025 -0.011
Si -17.647 -4.049 5.445 -0.007 0.003 -0.006
Si -14.914 -1.363 5.391 0.013 0.004 -0.014
Si -12.22 1.328 5.428 -0.003 0.005 0.008
Si -14.952 4.045 5.455 -0.004 -0.008 -0.005
Si -12.196 6.829 5.44 -0.008 -0.002 0.003
Si -14.903 -6.786 5.428 -0.004 0.004 -0.005
Si -12.212 -4.074 5.377 -0.01 0 -0.01
Si -9.501 -1.402 5.376 0.003 -0.004 0.002
Si -6.744 1.331 5.374 0.005 -0.012 -0.007
Si -9.455 4.08 5.395 -0.001 0.002 -0.005
Si -6.749 6.807 5.357 -0.011 0.011 -0.016
Si -9.492 -6.79 5.372 -0.001 -0.021 -0.021
Si -6.781 -4.072 5.386 -0.009 0.008 -0.006
Si -4.036 -1.353 5.339 -0.005 0.004 -0.014
Si -1.322 1.354 5.347 -0.01 0.028 -0.012
Si -4.03 4.048 5.386 0.018 -0.018 -0.013
Si -1.314 6.759 5.456 0.004 0.003 0.003
Si -4.059 -6.812 5.39 -0.019 -0.005 -0.007
Si -1.355 -4.053 5.39 -0.009 0.006 -0.011
Si 2.702 -0.038 6.796 0.016 0.005 0.001
Si 5.438 2.692 6.813 -0.007 0.009 -0.009
Si 2.737 5.407 6.779 0.004 0.001 -0.015
Si 5.462 -8.164 6.808 -0.031 0.014 0
Si 2.749 -5.443 6.805 0.008 -0.017 -0.001
Si 5.41 -2.742 6.848 -0.007 0.013 0.014
Si 8.153 -0.028 6.803 0 -0.009 -0.01
Si 10.875 2.705 6.826 0.006 0.007 -0.007
Si 8.172 5.418 6.814 0.008 0.005 -0.005
Si 10.887 8.17 6.806 -0.004 -0.012 0.001
Si 8.146 10.835 6.796 0.013 0.006 -0.004
Si 10.853 -2.746 6.789 0.004 -0.015 -0.011
Si 13.576 0.004 6.802 -0.008 0.021 -0.009
Si 16.318 2.731 6.803 -0.006 -0.007 0.007
Si 13.603 5.448 6.816 -0.001 -0.005 0.004
Si 16.284 -8.161 6.831 0.012 -0.011 0.006
Si 13.557 -5.433 6.801 -0.001 0.008 -0.008
Si 16.287 -2.709 6.801 -0.007 0.002 -0.008
Si 19.016 0.019 6.805 -0.013 0.007 -0.004
Si 21.735 2.715 6.824 -0.001 -0.004 0.014
Si 18.996 5.415 6.825 0.014 0.001 0.008
Si 21.697 -8.175 6.832 -0.007 0.02 -0.003
Si 19.008 -5.439 6.83 0.014 -0.022 -0.007
Si 21.754 -2.699 6.828 0.01 -0.001 -0.005
Si 24.476 0.037 6.81 -0.039 0.009 0
Si 27.195 2.713 6.782 0.017 -0.011 0
Si 24.454 5.424 6.807 0.011 0.003 -0.012
Si 27.18 -8.138 6.83 0 -0.005 -0.009
Si 24.482 -5.404 6.818 -0.011 -0.02 -0.013
Si 27.213 -2.677 6.807 -0.003 0.008 0
Si 29.922 0.026 6.752 -0.019 -0.005 0.008
Si 32.616 2.693 6.804 0.01 -0.002 -0.005
Si 29.882 5.428 6.823 0.004 0.007 0.002
Si 32.621 -8.167 6.846 0.015 -0.008 -0.008
Si 29.924 -5.406 6.822 -0.001 -0.012 -0.006
Si 32.622 -2.688 6.8 0.012 0.007 -0.004
Si 35.34 0.033 6.813 -0.024 0.004 0.003
Si -27.225 2.735 6.834 0.005 -0.007 -0.008
Si -29.956 5.426 6.834 -0.01 -0.002 -0.014
Si -27.184 -8.15 6.888 0.003 -0.009 -0.011
Si -29.933 -5.412 6.896 0.001 -0.003 -0.002
Si -27.184 -2.672 6.865 -0.005 -0.01 0.004
Si -24.458 0.035 6.855 -0.001 0.006 -0.001
Si -21.739 2.731 6.818 0.011 0.012 -0.005
Si -24.465 5.44 6.855 0.005 -0.014 -0.005
Si -21.745 -8.14 6.864 -0.013 0.015 -0.004
Si -24.449 -5.396 6.882 -0.016 0.01 0.001
Si -21.727 -2.699 6.826 -0.007 0.004 -0.011
Si -19.011 0.016 6.789 0.01 0.007 0.005
Si -16.303 2.703 6.82 0.007 0.01 -0.001
Si -19.005 5.446 6.861 -0.008 -0.003 0.004
Si -16.282 -8.154 6.777 -0.01 -0.003 -0.013
Si -18.981 -5.438 6.813 0.011 -0.007 -0.006
Si -16.276 -2.696 6.786 -0.005 0.005 0.002
Si -13.569 -0.026 6.789 -0.002 -0.002 0.004
Si -10.838 2.715 6.746 -0.001 0.004 -0.01
Si -13.569 5.438 6.77 -0.004 0.01 -0.01
Si -10.828 -8.139 6.78 -0.005 0.006 0.003
Si -13.553 -5.421 6.778 0.008 -0.004 -0.003
Si -10.847 -2.744 6.761 0.002 -0.014 0.006
Si -8.126 -0.028 6.723 0.009 -0.004 -0.005
Si -5.399 2.693 6.746 -0.006 0.01 -0.001
Si -8.096 5.44 6.746 0.009 -0.014 -0.011
Si -5.414 -8.171 6.755 0.012 -0.008 0.004
Si -8.131 -5.445 6.748 -0.006 0.001 0.009
Si -5.405 -2.709 6.722 0 0.001 -0.006
Si -2.689 -0.001 6.722 0.001 -0.006 0
Si 0.012 2.684 6.767 0.024 -0.019 -0.002
Si -2.702 5.406 6.78 -0.006 0.014 0.007
Si 0.024 8.135 6.81 0.008 -0.003 0.003
Si -2.705 -5.441 6.745 0.003 0.008 -0.009
Si -0.003 -2.725 6.779 -0.015 0.015 0.004
Si 1.346 1.325 8.148 -0.025 -0.01 0.003
Si 4.075 4.05 8.159 -0.011 -0.017 0.004
Si 1.381 6.765 8.15 0.015 0.022 0.002
Si 4.094 -6.813 8.161 0.016 0.024 0.001
Si 1.357 -4.094 8.14 0.007 -0.002 -0.004
Si 4.052 -1.38 8.181 -0.001 -0.017 0.012
Si 6.797 1.329 8.165 0.005 0.002 0.005
Si 9.517 4.06 8.179 -0.008 -0.005 0.007
Si 6.803 6.776 8.161 -0.001 -0.008 -0.001
Si 9.511 9.5 8.166 0.002 0.001 0.002
Si 6.792 -4.119 8.16 -0.025 0.003 -0.004
Si 9.505 -1.391 8.161 -0.003 0.021 0.003
Si 12.237 1.354 8.177 0.012 0.019 0.017
Si 14.953 4.078 8.17 0.008 0.009 -0.002
Si 12.234 6.799 8.166 0.017 0.003 0.002
Si 14.919 -6.794 8.168 -0.006 -0.006 -0.001
Si 12.208 -4.086 8.167 -0.01 -0.015 0.006
Si 14.931 -1.359 8.163 -0.005 -0.025 -0.001
Si 17.672 1.378 8.171 0.028 0.022 0.003
Si 20.372 4.072 8.179 -0.01 -0.008 0.004
Si 17.651 6.797 8.179 -0.006 0.005 0.003
Si 20.361 -6.8 8.191 -0.002 -0.006 0.01
Si 17.645 -4.068 8.167 -0.004 0 -0.001
Si 20.374 -1.345 8.167 -0.009 -0.01 -0.002
Si 23.112 1.38 8.177 0.021 0.018 0.007
Si 25.829 4.074 8.154 -0.019 -0.008 -0.003
Si 23.098 6.8 8.166 0.001 0.007 -0.008
Si 25.821 -6.776 8.183 0.004 -0.003 0.002
Si 23.118 -4.053 8.181 0.005 0.015 0.008
Si 25.836 -1.329 8.161 0.006 0.004 0.005
Si 28.563 1.372 8.142 -0.001 0.01 0.002
Si 31.266 4.078 8.163 -0.012 0.002 0.002
Si 28.545 6.819 8.178 0.001 -0.001 0.001
Si 31.275 -6.772 8.185 0.01 0.014 -0.001
Si 28.558 -4.045 8.172 0 -0.015 0.002
Si 31.264 -1.322 8.151 0.012 0.003 -0.002
Si 33.988 1.378 8.187 0 0.004 0.011
Si -28.574 4.094 8.198 -0.006 -0.005 0.006
Si 33.989 6.804 8.198 -0.007 0.001 0
Si -28.548 -6.774 8.224 0.008 0.009 0.005
Si -31.303 -4.028 8.2 0.001 -0.025 0.003
Si -28.569 -1.313 8.191 0.009 -0.002 -0.009
Si -25.839 1.391 8.195 0.009 0.014 0.004
Si -23.092 4.085 8.197 -0.01 0.003 -0.002
Si -25.817 6.805 8.22 -0.006 0.012 0.001
Si -23.087 -6.768 8.219 0.018 0.002 0.001
Si -25.827 -4.04 8.217 0.008 0.003 -0.002
Si -23.091 -1.34 8.19 -0.009 -0.01 0.003
Si -20.37 1.368 8.166 -0.012 -0.008 -0.007
Si -17.638 4.077 8.188 0.006 0.011 0.015
Si -20.382 6.806 8.201 -0.003 -0.022 0.004
Si -17.627 -6.799 8.164 0.01 0.015 -0.001
Si -20.359 -4.073 8.165 -0.013 -0.003 -0.01
Si -17.644 -1.343 8.15 0.008 -0.003 -0.004
Si -14.926 1.337 8.152 -0.016 -0.019 -0.001
Si -12.2 4.07 8.116 -0.01 -0.009 -0.011
Si -14.924 6.8 8.136 -0.002 -0.01 -0.005
Si -12.194 -6.787 8.14 0.005 0.01 0.005
Si -14.919 -4.069 8.141 -0.002 -0.003 0.004
Si -12.197 -1.382 8.133 0.004 0.005 0.01
Si -9.476 1.342 8.095 0.007 0.01 -0.006
Si -6.755 4.062 8.108 0.003 0.016 0.005
Si -9.469 6.791 8.114 -0.004 0 0
Si -6.777 -6.812 8.115 -0.009 -0.009 0.002
Si -9.488 -4.1 8.126 -0.003 0 0.002
Si -6.772 -1.375 8.101 -0.003 0.007 0.005
Si -4.05 1.334 8.11 0 0.007 0.009
Si -1.345 4.046 8.134 0 0.016 0.004
Si -4.068 6.776 8.124 -0.013 -0.015 0.004
Si -1.361 -6.813 8.126 -0.007 -0.026 -0.007
Si -4.068 -4.084 8.102 0.003 -0.007 -0.002
Si -1.361 -1.362 8.123 0.009 -0.007 0
Si -0.012 -0.026 9.511 0.007 0.011 0.007
Si 2.709 2.683 9.505 -0.004 0.002 -0.003
Si 0.004 5.409 9.499 0.007 -0.009 -0.004
Si 2.729 -8.185 9.502 0.009 -0.012 0
Si 0 -5.463 9.492 0.004 0.004 -0.001
Si 2.699 -2.748 9.527 0.002 0.018 0.01
Si 5.432 -0.028 9.522 -0.013 -0.001 0
Si 8.156 2.69 9.523 -0.002 0.009 -0.001
Si 5.436 5.412 9.511 -0.006 0.011 0.002
Si 8.159 8.132 9.521 0.01 -0.003 0.003
Si 5.438 -5.465 9.529 0.001 -0.016 0.007
Si 8.144 -2.751 9.516 0.01 -0.02 0.001
Si 10.871 -0.023 9.514 0.016 -0.002 -0.01
Si 13.594 2.716 9.529 0.005 0.005 0
Si 10.879 5.425 9.523 0.003 0 -0.001
Si 13.579 -8.165 9.533 -0.013 -0.002 0.004
Si 10.859 -5.456 9.524 -0.011 0.013 0.003
Si 13.578 -2.726 9.518 0.009 0.002 -0.003
Si 16.303 0.004 9.513 -0.004 0.015 -0.011
Si 19.024 2.721 9.546 -0.004 0 0.015
Si 16.3 5.437 9.54 0.005 -0.007 0.006
Si 19.004 -8.16 9.541 0.002 0.009 0.008
Si 16.288 -5.436 9.522 -0.001 0.004 0.001
Si 19.014 -2.709 9.52 0.003 -0.008 -0.006
Si 21.741 0.017 9.521 0.011 0.003 -0.007
Si 24.469 2.738 9.53 -0.01 -0.005 0.01
Si 21.738 5.443 9.525 -0.002 -0.009 -0.002
Si 24.452 -8.145 9.524 -0.006 0.014 0
Si 21.742 -5.425 9.522 0.001 -0.021 -0.004
Si 24.476 -2.685 9.529 -0.001 -0.013 0.001
Si 27.194 0.032 9.515 -0.001 -0.003 -0.001
Si 29.902 2.735 9.523 -0.002 -0.005 0.001
Si 27.174 5.457 9.519 -0.002 0.019 -0.004
Si 29.907 -8.131 9.535 0 -0.005 0
Si 27.192 -5.406 9.526 -0.004 0 0.002
Si 29.914 -2.678 9.526 -0.006 0.005 0.006
Si 32.622 0.024 9.535 0.001 -0.008 0.009
Si -29.931 2.738 9.553 -0.01 0.004 0.007
Si 32.62 5.448 9.535 0.013 -0.001 -0.001
Si -29.919 -8.145 9.551 0.005 -0.016 -0.01
Si -32.65 -5.403 9.547 0.002 -0.003 0.001
Si -29.922 -2.678 9.552 -0.013 0.011 0.004
Si -27.198 0.032 9.556 -0.019 -0.005 0.006
Si -24.467 2.74 9.553 0.006 -0.006 0.004
Si -27.196 5.451 9.555 0.007 -0.01 -0.003
Si -24.453 -8.138 9.561 -0.003 0.001 0.001
Si -27.184 -5.407 9.568 0.004 0.008 -0.002
Si -24.453 -2.688 9.559 -0.005 -0.009 0.005
Si -21.727 0.018 9.539 0.012 0.001 0.004
Si -19.011 2.724 9.535 0 0.017 0.003
Si -21.737 5.45 9.558 -0.004 0.009 0.008
Si -19.004 -8.146 9.529 -0.006 0.005 -0.002
Si -21.716 -5.412 9.553 -0.014 -0.001 0.007
Si -19.001 -2.708 9.514 0.01 -0.004 -0.001
Si -16.285 -0.002 9.525 0.005 0.01 0.012
Si -13.553 2.71 9.486 0.001 0.01 -0.001
Si -16.272 5.446 9.518 -0.001 -0.005 0.007
Si -13.558 -8.159 9.49 -0.002 0.007 -0.001
Si -16.272 -5.431 9.51 0.003 -0.008 0.007
Si -13.556 -2.726 9.51 -0.001 -0.003 0.007
Si -10.83 -0.012 9.473 -0.003 -0.007 0.001
Si -8.121 2.697 9.466 -0.003 0 -0.003
Si -10.835 5.427 9.472 0.004 0.001 -0.005
Si -8.124 -8.176 9.491 0.008 -0.007 0.005
Si -10.836 -5.447 9.511 -0.002 -0.005 0.009
Si -8.123 -2.735 9.475 0.003 -0.01 0.002
Si -5.417 -0.022 9.472 -0.002 -0.001 0
Si -2.71 2.69 9.495 0.007 -0.008 0.007
Si -5.417 5.413 9.492 0.004 -0.001 0.008
Si -2.711 -8.183 9.485 -0.004 0.016 0
Si -5.416 -5.451 9.473 -0.005 0.004 0.004
Si -2.715 -2.735 9.477 -0.002 0.011 -0.001
Si 1.341 -1.387 10.877 -0.015 -0.009 0.002
Si 4.064 1.324 10.871 0.005 0.008 0.002
Si 1.347 4.041 10.861 0 0.004 0.001
Si 4.076 -9.548 10.864 -0.009 0.01 -0.001
Si 1.355 -6.83 10.852 0.009 -0.012 -0.01
Si 4.068 -4.11 10.877 0.003 -0.003 -0.005
Si 6.786 -1.398 10.878 -0.01 0.01 -0.001
Si 9.515 1.329 10.879 0 -0.002 0.003
Si 6.792 4.048 10.87 0.002 -0.01 0.002
Si 9.514 6.775 10.88 -0.005 -0.008 0.001
Si 6.795 9.488 10.873 -0.01 0.014 0.001
Si 9.5 -4.105 10.879 0.007 -0.004 0.008
Si 12.229 -1.372 10.88 -0.007 -0.008 0.008
Si 14.949 1.353 10.883 0 0.013 0.004
Si 12.23 4.065 10.888 0.011 0.003 0
Si 14.934 -9.526 10.894 -0.001 0.008 -0.002
Si 12.213 -6.816 10.886 0.008 -0.005 0.001
Si 14.933 -4.079 10.883 -0.006 -0.001 0.004
Si 17.663 -1.349 10.881 0.001 -0.015 0.003
Si 20.391 1.368 10.896 0.001 0.001 -0.001
Si 17.662 4.08 10.896 0.009 0 0
Si 20.378 -9.517 10.885 0.001 0.014 -0.001
Si 17.645 -6.792 10.889 -0.007 -0.011 0.001
Si 20.374 -4.066 10.876 0 0.014 0.002
Si 23.104 -1.329 10.882 -0.014 0.007 0
Si 25.829 1.384 10.883 0.001 0.01 0.001
Si 23.104 4.093 10.887 0.016 0.007 0
Si 25.819 -9.498 10.883 -0.005 -0.015 0.005
Si 23.099 -6.782 10.884 0.005 -0.005 0.01
Si 25.834 -4.042 10.884 0.005 -0.013 0.006
Si 28.549 -1.318 10.882 -0.004 -0.002 -0.002
Si 31.265 1.393 10.891 -0.002 0.006 0.002
Si 28.542 4.106 10.876 0.009 -0.004 -0.003
Si 31.273 -9.49 10.888 0.008 0 0.002
Si 28.549 -6.762 10.89 0.003 0 0.001
Si 31.272 -4.032 10.896 0.007 -0.011 -0.003
Si 33.993 -1.317 10.903 -0.006 0.01 -0.004
Si -28.557 1.393 10.915 0.001 0.009 0.004
Si -31.286 4.113 10.901 0 0.002 0.002
Si -28.546 -9.493 10.906 0.001 0.009 0.002
Si -31.273 -6.762 10.892 0.001 0.011 -0.007
Si -28.548 -4.039 10.909 0.008 -0.013 -0.002
Si -25.825 -1.331 10.908 0.015 -0.007 -0.004
Si -23.093 1.377 10.897 -0.007 -0.005 -0.004
Si -25.822 4.106 10.914 0.001 0.004 0.003
Si -23.092 -9.499 10.914 0.006 -0.002 0.002
Si -25.81 -6.767 10.913 -0.008 -0.004 0
Si -23.089 -4.055 10.904 0.001 0.012 -0.005
Si -20.362 -1.351 10.883 -0.007 -0.006 -0.003
Si -17.642 1.363 10.884 -0.005 -0.012 0.004
Si -20.364 4.089 10.9 -0.004 -0.011 0.002
Si -17.642 -9.514 10.874 0.001 0 -0.007
Si -20.361 -6.785 10.898 0.003 0.009 -0.002
Si -17.643 -4.077 10.869 0.004 0.001 -0.003
Si -14.92 -1.368 10.874 -0.005 -0.003 0.006
Si -12.189 1.344 10.839 0.004 -0.008 -0.012
Si -14.907 4.072 10.854 0.005 0.004 -0.004
Si -12.193 -9.532 10.837 -0.006 -0.009 -0.007
Si -14.914 -6.8 10.861 -0.003 0.009 -0.002
Si -12.195 -4.087 10.872 0.002 -0.006 0.005
Si -9.477 -1.373 10.843 0.002 0.006 -0.005
Si -6.773 1.335 10.841 0.007 0.003 -0.003
Si -9.484 4.051 10.831 -0.003 0.002 -0.007
Si -6.776 -9.549 10.855 -0.006 0.001 0.004
Si -9.481 -6.824 10.864 -0.005 0.005 0.006
Si -6.772 -4.098 10.843 -0.007 0.001 0.001
Si -4.075 -1.387 10.845 -0.003 -0.009 -0.001
Si -1.372 1.328 10.872 -0.001 0.005 0.007
Si -4.071 4.047 10.862 -0.01 0.018 0.005
Si -1.36 6.772 10.855 0.003 0.004 0.001
Si -4.067 -6.82 10.843 0.006 -0.018 -0.001
Si -1.363 -4.101 10.844 0.001 0 -0.01
Si 2.714 -0.042 12.236 -0.002 0 0.002
Si 5.428 2.683 12.217 -0.013 -0.003 -0.001
Si 2.704 5.411 12.206 0.009 -0.01 -0.006
Si 5.437 -8.197 12.222 0.011 -0.006 -0.001
Si 2.707 -5.478 12.222 -0.003 0.003 0
Si 5.43 -2.76 12.241 -0.008 -0.006 0.003
Si 8.157 -0.041 12.229 0.009 0.002 0
Si 10.879 2.686 12.24 0.007 0.017 -0.001
Si 8.158 5.401 12.225 0.002 0.011 -0.003
Si 10.857 8.139 12.246 0.001 0 0
Si 8.142 10.849 12.234 0 -0.009 -0.005
Si 10.869 -2.746 12.222 -0.001 0.009 -0.014
Si 13.587 -0.007 12.24 0.015 0.005 -0.008
Si 16.302 2.712 12.245 0.002 0.003 -0.01
Si 13.574 5.429 12.254 -0.002 -0.009 0.001
Si 16.293 -8.161 12.246 -0.005 0.008 0.003
Si 13.577 -5.455 12.231 -0.01 -0.004 -0.007
Si 16.295 -2.709 12.233 0.003 -0.008 -0.01
Si 19.029 0.006 12.247 0.008 0.01 -0.001
Si 21.751 2.732 12.253 0.004 0.006 -0.004
Si 19.028 5.437 12.247 -0.002 -0.004 0.001
Si 21.736 -8.148 12.236 -0.006 -0.006 -0.001
Si 19.009 -5.422 12.239 -0.002 -0.006 -0.002
Si 21.731 -2.69 12.224 0.005 -0.014 -0.014
Si 24.457 0.038 12.244 0.001 -0.009 -0.006
Si 27.177 2.755 12.24 -0.011 0.001 -0.007
Si 24.46 5.459 12.243 -0.022 0.005 -0.004
Si 27.18 -8.125 12.237 0.002 0.005 0.002
Si 24.466 -5.407 12.228 -0.001 0.014 -0.005
Si 27.181 -2.665 12.243 0.011 0.006 -0.002
Si 29.896 0.046 12.25 0 -0.006 -0.005
Si 32.626 2.76 12.249 0.004 -0.003 -0.006
Si 29.903 5.472 12.233 -0.012 0.006 -0.008
Si 32.642 -8.117 12.238 0.012 0.001 -0.008
Si 29.903 -5.386 12.248 0.004 0.005 0.003
Si 32.635 -2.674 12.26 0.002 -0.006 0.005
Si 35.356 0.038 12.269 -0.013 -0.019 0.004
Si -27.184 2.75 12.269 -0.005 -0.011 0.008
Si -29.913 5.474 12.256 -0.01 -0.003 0
Si -27.177 -8.126 12.255 0.014 0.009 -0.007
Si -29.907 -5.405 12.256 -0.007 -0.011 0.002
Si -27.172 -2.697 12.274 -0.018 0.009 0.007
Si -24.454 0.023 12.26 -0.005 0.004 0.001
Si -21.73 2.735 12.255 -0.008 0 -0.003
Si -24.457 5.47 12.272 -0.009 0.007 0.001
Si -21.727 -8.134 12.265 -0.004 -0.009 -0.001
Si -24.443 -5.412 12.272 0.017 0.008 -0.003
Si -21.727 -2.698 12.252 -0.002 -0.007 -0.004
Si -19.002 0.003 12.243 0.006 0.006 0.001
Si -16.27 2.729 12.226 0.011 0.018 0
Si -19 5.459 12.247 0 0.003 0.005
Si -16.284 -8.151 12.221 -0.001 -0.004 -0.004
Si -19.001 -5.424 12.247 -0.008 -0.005 0.002
Si -16.286 -2.727 12.231 -0.011 -0.014 0
Si -13.548 -0.001 12.214 0.006 0.008 0.001
Si -10.828 2.688 12.207 -0.007 0.009 -0.006
Si -13.544 5.428 12.203 0.007 0.004 -0.008
Si -10.841 -8.193 12.221 -0.008 -0.007 0.004
Si -13.553 -5.454 12.228 -0.002 -0.005 0.007
Si -10.832 -2.72 12.221 0.011 0.006 0.004
Si -8.119 -0.026 12.217 0 0.005 -0.005
Si -5.432 2.682 12.227 0.001 -0.008 0
Si -8.136 5.397 12.21 -0.009 -0.008 0
Si -5.413 -8.188 12.209 0 0.011 -0.004
Si -8.119 -5.457 12.215 0.012 -0.002 -0.003
Si -5.42 -2.746 12.219 0.001 0.002 -0.006
Si -2.737 -0.034 12.227 -0.005 -0.008 -0.002
Si -0.007 2.682 12.228 0 0.011 0.001
Si -2.716 5.408 12.223 0.009 -0.006 0
Si -0.003 8.134 12.217 0.012 0.013 0.001
Si -2.713 -5.463 12.212 0 0.007 -0.002
Si -0.024 -2.748 12.224 0.01 -0.005 0
Si 1.349 1.316 13.585 0.001 0.002 0.01
Si 4.064 4.052 13.552 -0.023 0.023 -0.006
Si 1.345 6.761 13.574 0.007 -0.008 -0.003
Si 4.075 -6.84 13.573 -0.004 -0.004 -0.006
Si 1.339 -4.115 13.569 -0.002 0.009 -0.012
Si 4.065 -1.414 13.602 0.012 0.005 0.007
Si 6.786 1.316 13.57 -0.011 0.007 -0.003
Si 9.516 4.044 13.587 0 -0.015 -0.006
Si 6.796 -9.561 13.573 0.005 -0.013 -0.001
Si 9.484 9.488 13.599 -0.013 0.024 0.005
Si 6.793 -4.118 13.601 -0.006 -0.005 0.001
Si 9.52 -1.402 13.588 0.01 -0.022 -0.004
Si 12.229 1.329 13.617 0.002 0.003 0.009
Si 14.929 4.055 13.601 0.005 0 -0.006
Si 12.207 6.782 13.613 -0.005 0.005 0.01
Si 14.933 -6.801 13.601 0.001 -0.007 0.002
Si 12.211 -4.109 13.583 0.009 0.002 -0.005
Si 14.947 -1.355 13.602 -0.006 -0.005 0.006
Si 17.67 1.364 13.602 -0.005 0.004 -0.004
Si 20.392 4.087 13.612 0.007 0 -0.004
Si 17.654 -9.532 13.589 0.014 0.008 -0.005
Si 20.375 -6.783 13.585 0 -0.004 0.004
Si 17.649 -4.057 13.6 -0.018 0.02 0.003
Si 20.391 -1.342 13.615 0.012 -0.02 0.006
Si 23.107 1.387 13.627 0 0.005 -0.005
Si 25.814 4.1 13.609 0.009 0.005 0.003
Si 23.094 -9.508 13.596 0.015 -0.004 0.002
Si 25.825 -6.755 13.595 -0.006 0.001 0.011
Si 23.102 -4.034 13.567 -0.012 -0.006 -0.006
Si 25.817 -1.306 13.606 -0.009 0 -0.006
Si 28.53 1.41 13.607 0.004 0.006 -0.007
Si 31.269 4.13 13.6 0.012 -0.006 0.002
Si 28.54 -9.491 13.589 0.028 -0.009 0.003
Si 31.282 -6.747 13.585 0 0.001 -0.006
Si 28.547 -4.008 13.602 -0.008 -0.01 0.001
Si 31.266 -1.3 13.605 -0.003 0 -0.002
Si 33.993 1.419 13.613 -0.011 0.02 -0.001
Si -28.541 4.126 13.616 0.001 0.009 0.002
Si 34.018 -9.459 13.598 -0.006 0.005 -0.005
Si -28.529 -6.76 13.61 0.006 -0.001 -0.006
Si 34.015 -4.032 13.603 0.002 -0.001 -0.005
Si 36.734 -1.33 13.61 0.003 0.017 -0.009
Si -25.808 1.39 13.616 0.014 -0.005 0.003
Si -23.083 4.104 13.615 0.008 -0.009 0.003
Si -25.807 -9.465 13.622 -0.023 0.01 -0.004
Si -23.08 -6.767 13.635 -0.007 -0.008 -0.002
Si -25.801 -4.059 13.642 0.014 -0.021 -0.001
Si -23.094 -1.347 13.612 0.005 0.002 -0.01
Si -20.366 1.364 13.598 -0.003 0.004 -0.005
Si -17.623 4.098 13.587 -0.015 -0.001 0.001
Si -20.362 -9.496 13.612 -0.007 0.017 -0.006
Si -17.647 -6.799 13.595 0.016 0.002 -0.002
Si -20.371 -4.065 13.603 -0.014 0.022 -0.005
Si -17.649 -1.37 13.597 0.01 0 0.005
Si -14.907 1.361 13.575 -0.006 -0.011 -0.002
Si -12.195 4.047 13.556 0.01 0.001 -0.011
Si -14.911 -9.524 13.546 0.003 -0.01 -0.016
Si -12.196 -6.827 13.583 -0.003 0.003 0.01
Si -14.924 -4.094 13.579 0.002 -0.002 -0.005
Si -12.19 -1.354 13.582 -0.017 0.005 -0.006
Si -9.474 1.329 13.586 0.006 -0.014 -0.015
Si -6.804 4.026 13.592 -0.006 0.019 -0.007
Si -9.495 -9.578 13.58 0.008 -0.005 0.007
Si -6.757 -6.823 13.572 -0.014 -0.003 0.001
Si -9.466 -4.084 13.575 -0.014 -0.004 0
Si -6.766 -1.386 13.591 0.01 -0.015 -0.008
Si -4.093 1.313 13.605 -0.013 0.006 0.002
Si -1.372 4.034 13.588 0.006 0.004 0.005
Si -4.073 6.767 13.588 -0.008 0.01 0.007
Si -1.355 9.502 13.579 -0.007 -0.011 0.002
Si -4.068 -4.111 13.584 0.008 -0.01 -0.011
Si -1.39 -1.4 13.589 -0.003 0.007 -0.01
Si -0.02 -0.052 14.933 0.001 -0.005 0.003
Si 2.719 2.694 14.912 0.018 0.004 0.006
Si -0.02 5.405 14.937 0.005 -0.01 0.006
Si 2.718 8.115 14.921 -0.006 -0.001 0.011
Si -0.015 -5.443 14.951 0.016 0.008 0.005
Si 2.694 -2.787 14.949 -0.014 -0.018 0.009
Si 5.455 -0.063 14.937 -0.008 0.002 0.008
Si 8.149 2.672 14.92 0.012 0.009 0.005
Si 5.428 5.397 14.907 0 -0.007 -0.004
Si 8.136 -8.212 14.955 -0.008 -0.006 -0.002
Si 5.432 -5.494 14.943 0.017 0.019 0.002
Si 8.18 -2.771 14.952 0.006 0.008 -0.004
Si 10.873 -0.06 14.962 -0.006 0.002 -0.003
Si 13.584 2.696 14.981 0.005 0.009 -0.001
Si 10.849 5.407 14.97 -0.003 -0.008 0.011
Si 13.567 8.159 14.954 0.006 0.013 0.008
Si 10.834 10.864 14.941 0.009 -0.018 -0.004
Si 13.575 -2.743 14.918 -0.002 -0.001 -0.007
Si 16.311 0.013 14.964 0.003 -0.007 0.003
Si 19.034 2.719 14.961 0.003 0.004 -0.007
Si 16.294 5.415 14.939 0.001 -0.006 0.008
Si 19.018 -8.165 14.928 -0.01 0 0.007
Si 16.283 -5.422 14.953 0.008 0.003 -0.001
Si 19.004 -2.687 14.962 -0.006 -0.01 0
Si 21.753 0.019 14.987 0.002 0.015 -0.004
Si 24.463 2.749 14.997 -0.009 -0.004 0.002
Si 21.758 5.44 14.976 0 -0.002 0.008
Si 24.452 -8.13 14.928 -0.011 -0.01 -0.001
Si 21.745 -5.394 14.909 0.019 0.025 -0.005
Si 24.434 -2.66 14.941 -0.008 -0.007 -0.006
Si 27.148 0.077 14.975 0.007 -0.008 -0.006
Si 29.894 2.777 14.952 0.001 0.01 0.002
Si 27.178 5.468 14.95 -0.015 0.001 -0.005
Si 29.912 -8.112 14.918 -0.008 -0.006 -0.001
Si 27.171 -5.358 14.946 0.012 0.01 0.015
Si 29.89 -2.631 14.97 0.005 0.002 0.015
Si 32.618 0.07 14.961 0.001 -0.009 0.004
Si 35.364 2.779 14.967 -0.013 -0.017 0.015
Si 32.642 5.512 14.934 0.003 -0.002 -0.003
Si 35.396 -8.113 14.966 -0.006 -0.002 0
Si 32.639 -5.378 14.945 -0.001 -0.011 0.014
Si 35.39 -2.694 14.975 -0.006 -0.012 0.009
Si 38.104 0.027 14.957 -0.012 -0.022 -0.004
Si -24.436 2.744 14.975 -0.015 0 0.007
Si -27.173 5.499 14.963 0.029 0.014 -0.002
Si -24.454 -8.105 15 0.013 -0.002 0.005
Si -27.162 -5.43 14.996 -0.026 -0.018 0.002
Si -24.429 -2.703 15.001 0.012 0.021 0.003
Si -21.73 0.007 14.961 -0.009 -0.006 0.008
Si -18.993 2.736 14.926 0.009 -0.002 0.003
Si -21.729 5.475 14.971 -0.008 -0.006 0.002
Si -19.009 -8.137 14.979 -0.021 -0.02 0.013
Si -21.711 -5.412 14.994 0.02 0.009 0.002
Si -19.026 -2.713 14.969 0.004 -0.025 0
Si -16.27 -0.003 14.921 0.002 0.011 0
Si -13.548 2.716 14.94 0.009 0.011 0.003
Si -16.257 5.47 14.934 0.026 0.022 0.005
Si -13.566 -8.199 14.931 -0.012 -0.006 0.008
Si -16.278 -5.454 14.945 -0.002 0.003 0.013
Si -13.569 -2.715 14.915 -0.006 -0.011 0.005
Si -10.827 -0.011 14.963 0.002 0.002 0.006
Si -8.137 2.66 14.994 0.013 0.016 0.014
Si -10.841 5.356 14.949 -0.018 -0.003 0.011
Si -8.112 -8.209 14.9 0.012 0.009 -0.008
Si -10.826 -5.452 14.915 0.014 0.001 0.004
Si -8.105 -2.744 14.962 -0.006 0.012 0.004
Si -5.443 -0.039 14.999 0.003 -0.002 0
Si -2.721 2.659 14.956 0.004 0.015 -0.005
Si -5.437 5.381 14.933 -0.005 -0.009 -0.004
Si -2.711 8.142 14.94 0.017 0.013 0.003
Si -5.407 -5.472 14.958 -0.006 -0.005 0
Si -2.745 -2.748 14.971 -0.017 -0.027 0.002
O 1.488 -2.147 22.885 -0.679 -0.048 0.347
O 2.453 -4.293 -5.81 0.046 -0.212 0.029
O 2.72 -0.056 22.046 0.097 -0.038 0.104
O 4.225 1.629 23.234 -0.021 0.32 0.167
O 12.298 3.289 -5.652 -0.087 -0.003 -0.541
O 0.377 3.038 22.109 0.079 -0.257 0.269
O 4.257 6.717 23.136 0.668 0.208 0.054
O 6.887 -6.329 25.57 -0.259 0.333 0.117
O -0.076 8.037 22.084 0.069 -0.2 0.554
O 7.067 7.39 25.342 0.734 -0.088 -0.3
O 5.409 -2.893 21.965 0.042 -0.014 0.438
O 7.051 -1.185 22.909 0.348 0.373 0.067
O 8.755 -1.786 24.768 0.224 0.452 0.347
O 9.458 0.97 23.251 0.006 -0.597 0.166
O 10.964 2.761 22.122 0.278 -0.049 0.18
O 6.265 3.885 23.075 -0.461 -0.151 0.144
O 8.046 5.36 21.98 -0.025 0.16 0.428
O 9.902 6.472 23.225 -0.286 -0.216 0.134
O 11.596 -8.018 22.888 0.139 -0.16 0.074
O 6.543 -7.409 23.192 -0.159 -0.068 0.306
O 8.057 -5.495 22.239 0.16 0.006 0.421
O 9.688 -3.655 23.096 0.555 0.023 0.164
O 11.166 -0.795 -3.247 -0.267 0.002 0.572
O 13.007 -1.541 25.827 -0.032 0.42 -0.181
O 13.624 0.079 22.251 -0.033 0.012 0.561
O 15.062 2.222 22.89 0.021 -0.127 0.349
O 16.228 2.731 25.153 -0.193 0.347 0.367
O 12.862 4.619 22.432 0.287 0.111 0.098
O 19.768 -0.619 25.157 0.291 0.589 0.093
O 14.472 6.653 22.963 -0.02 0.25 0.286
O 14.289 -6.679 -5.573 -0.346 0.546 0.196
O 13.336 -3.805 24.572 0.192 0.125 0.508
O 12.822 -5.793 22.935 -0.452 0.512 0.018
O 15.149 -4.774 22.96 0.52 -0.15 0.013
O 16.323 -2.777 21.973 0.11 -0.011 0.581
O 18.161 -1.527 23.19 -0.128 -0.144 0.558
O 19.242 0.748 22.923 -0.384 0.374 0.192
O 22.578 4.434 22.967 0.007 0.474 0.191
O 19.028 5.507 22.209 0.162 -0.112 0.319
O 21.523 -8.032 25.199 -0.026 -0.241 0.501
O 16.295 -8.101 22.043 0.006 -0.097 0.332
O 17.749 -6.094 22.777 -0.103 0.021 0.159
O 19.775 -4.5 23.075 0.201 0.127 0.479
O 21.573 -2.829 22.154 0 0.076 0.402
O 26.363 2.56 23.001 0.023 0.37 0.198
O 31.706 7.362 -1.569 0.172 0.108 -0.149
O 28.079 4.436 23.232 -0.027 0.438 0.293
O 24.56 5.52 21.861 0.096 -0.105 0.06
O 28.533 -0.251 25.603 -0.28 0.487 0.014
O 25.867 7.238 23.297 0.287 0.072 0.197
O 22.646 -7.165 22.979 0.038 0.262 0.311
O 24.428 -5.429 22.139 -0.046 0.119 0.256
O 28.263 -6.972 22.917 -0.079 -0.362 0.117
O 31.108 1.366 23.122 0.145 -0.105 0.225
O 29.977 5.741 22.113 -0.127 -0.002 0.193
O 31.717 7.605 22.768 0.236 0.522 0.023
O 32.44 -7.615 25.083 -0.196 0.02 0.421
O 31.441 -3.298 22.827 0.396 -0.386 0.564
O 31.574 6.164 24.882 -0.429 0.145 0.034
O -30.034 0.03 21.992 0.074 -0.026 0.576
O -32.097 -1.367 22.707 0.209 0.033 0.629
O -26.066 2.32 22.584 -0.073 -0.221 -0.188
O -26.113 0.466 -5.7 0.51 0.014 -0.037
O -30.789 4.541 22.89 -0.016 -0.097 0.272
O -28.908 6.295 23.286 0.289 -0.06 0.748
O -31.814 -6.689 22.989 -0.292 -0.11 0.218
O -29.852 -5.29 22.173 -0.012 -0.169 0.412
O -27.987 -3.692 23.206 0.05 0.37 0.134
O -26.207 1.213 24.996 0.672 -0.044 -0.057
O -25.449 -1.695 -4.194 0.312 0.288 0.29
O -24.193 0.116 21.986 0.227 -0.052 0.628
O -22.699 2.094 22.956 -0.27 0.243 0.177
O -25.339 4.748 23.096 -0.467 0.072 0.566
O -25.057 7.309 23.724 -0.344 -0.018 -0.144
O -21.02 1.879 -5.417 0.07 0.41 -0.524
O -25.996 3.039 -6.723 0.264 0.094 -0.67
O -25.831 -6.573 23.291 0.07 0.409 0.444
O -23.721 -6.876 24.705 0.179 -0.196 0.061
O -23.126 -4.697 23.217 0.122 0.133 0.077
O -21.668 -2.031 -6.032 0.083 -0.487 0.356
O -17.03 -4.373 -5.873 -0.258 -0.523 0.029
O -20.387 -0.535 22.84 0.246 0.656 0.018
O -16.392 2.582 22.195 -0.022 -0.205 0.279
O -20.664 3.772 23.067 0.139 -0.017 0.317
O -18.888 5.474 22.228 -0.06 0.001 0.291
O -22.556 4.852 -5.84 0.346 0.502 0.368
O -16.854 7.11 22.94 0.323 -0.279 0.05
O -20.163 -6.406 23.146 0.098 0.309 -0.05
O -17.661 -4.137 23.265 -0.374 0.197 0.527
O -14.757 -0.51 -6.485 0.296 0.238 -0.222
O -15.93 -2.384 22.227 -0.043 -0.095 0.211
O -9.656 -5.288 -6.716 -0.273 0.409 -0.485
O -13.332 6.074 22.639 -0.08 0.136 0.054
O -14.917 4.25 23.335 -0.43 -0.208 0.428
O -11.869 -8.158 22.69 -0.122 0.583 -0.132
O -9.438 -7.571 23.032 0.685 -0.328 0.22
O -18.348 4.784 -5.219 -0.465 -0.224 -0.003
O -16.233 -5.182 25.23 0.477 -0.469 0.064
O -14.905 -7.303 22.94 0.148 -0.219 0.213
O -11.225 -3.227 22.195 -0.021 -0.157 0.333
O -8.781 -1.761 26.022 0.388 0.082 -0.233
O -7.358 0.991 23.079 -0.274 -0.295 0.046
O -4.492 3.553 26.151 0.14 0.434 0.316
O -10.635 2.615 25.136 0.213 0.261 0.461
O -10.271 3.625 22.817 0.129 0.025 0.189
O -6.506 7.252 23.021 -0.149 0.725 0.212
O -3.956 6.163 -6.072 -0.163 -0.459 0.127
O -4.842 -4.993 -5.646 0.018 0.428 0.244
O -8.16 -5.595 22.061 0.2 0.044 0.534
O -6.671 -3.789 23.04 -0.604 0.336 0.128
O -4.911 -1.909 23.289 0.002 0.334 0.332
O -3.126 -0.117 22.783 -0.077 0.148 -0.298
O -3.24 1.595 24.807 -0.448 0.114 -0.585
O -1.099 1.376 23.307 0.601 0.321 0.425
O -5.381 2.605 22.134 -0.016 -0.111 0.199
O -3.473 4.198 23.058 0.198 -0.292 0.257
O -6.502 -4.572 -1.444 -0.359 -0.032 -0.474
O -1.542 6.013 22.874 0.43 -0.166 0.126
O 5.752 2.49 25.164 -0.052 -0.004 0.218
O -4.124 -4.329 23.559 0.159 0.27 -0.105
O -2.438 -5.603 21.854 0.19 0.008 -0.26
O 4.101 -2.263 -6.367 -0.088 0.112 0.038
O -3.337 -1.714 -3.846 -0.227 -0.116 -0.434
O 3.797 -1.958 24.237 0.538 0.331 -0.438
O 10.224 1.68 -4.975 0.308 -0.121 0.153
O 3.625 6.035 25.592 -0.016 -0.434 0.003
O 6.075 -6.339 -3.749 -0.311 -0.16 -0.185
O 3.831 4.065 -5.757 -0.115 -0.085 0.678
O 1.271 -6.415 23.207 0.326 0.805 0.172
O 3.304 -4.143 22.846 -0.49 -0.419 0.136
O 6.161 -1.864 25.375 0.305 -0.347 0.114
O 13.755 3.711 -3.532 0.593 0.229 0.36
O 12.123 -1.769 23.329 -0.281 -0.052 0.105
O 8.195 6.07 -5.863 0.114 0.214 0.007
O 12.335 6.199 24.391 0.135 0.051 0.897
O 10.519 7.848 25.333 -0.203 -0.31 0.229
O 14.483 -6.156 25.054 0.705 0.042 0.03
O 25.309 7.767 25.99 -0.437 -0.279 0.233
O 7.391 0.422 24.813 -0.579 0.188 0.009
O 9.557 1.097 25.953 0.465 0 -0.034
O 14.584 -3.273 -1.139 0.364 0.186 0.033
O 16.947 4.056 23.047 0.241 -0.12 0.166
O 12.98 -3.273 -5.353 0.231 -0.614 -0.416
O 17.371 0.35 24.823 -0.491 -0.342 -0.028
O 11.22 3.26 -3.24 -0.258 0.023 0.381
O 16.328 5.976 -6.925 0.118 -0.234 -0.599
O 10.975 5.309 -0.525 -0.007 0.118 -0.642
O 25.431 4.337 -3.033 0.15 0.101 0.061
O 27.748 -7.749 -6.085 0.103 0.012 0.198
O 24.561 0.826 22.977 -0.153 -0.267 -0.106
O -14.694 -0.189 -3.834 -0.148 0.065 0.26
O 11.749 -5.572 -4.369 -0.146 0.092 0.005
O 23.947 0.344 -5.512 -0.082 -0.061 -0.33
O -29.35 3.022 -3.418 -0.104 -0.349 -0.425
O 25.57 -6.344 -6.055 -0.032 -0.199 0.508
O 21.791 1.464 -4.592 -0.242 -0.459 -0.365
O 23.517 3.66 -1.349 -0.218 -0.106 -0.36
O 17.137 1.418 -6.038 0.379 -0.452 0.561
O -30.153 4.93 25.366 0.315 0.097 0.092
O 21.813 -2.265 25.261 -0.023 -0.592 -0.187
O 19.379 -6.584 24.681 0.098 -0.252 0.016
O -20.151 -7.553 -3.683 0.448 0.166 -0.438
O 24.181 -1.549 26.015 0.225 -0.633 0.111
O 23.351 -0.06 -3.005 -0.119 0.262 0.456
O -32.484 -3.038 -3.221 0.4 -0.134 -0.427
O -2.524 5.33 25.231 0.098 -0.775 0.226
O -31.506 -1.398 -1.351 -0.319 0.447 -0.106
O 30.577 -0.891 22.174 0.198 0.563 0.034
O 26.926 -2.355 25.185 -0.349 0.295 0.129
O 25.913 -3.764 -5.363 0.516 -0.043 0.076
O 4.746 -7.866 25.048 -0.429 0.61 0.436
O -30.264 0.111 25.548 -0.27 0.253 -0.654
O -21.565 6.587 -3.328 -0.346 0.515 -0.214
O -32.63 3.962 25.773 -0.079 -0.612 0.269
O 30.661 3.718 24.216 -0.076 0.345 -0.255
O 32.238 -7.588 -3.792 0.512 0.308 -0.155
O -22.98 0.268 -6.332 -0.475 0.156 -0.21
O -1.404 0.123 -3.799 -0.358 0.139 -0.098
O 14.069 7.763 26.151 -0.384 -0.281 -0.071
O -1.781 7.293 -6.713 -0.399 0.414 -0.357
O 23.551 -4.684 -6.117 -0.003 0.527 0.032
O -29.792 0.348 -5.172 -0.511 0.141 0.384
O 29.378 -0.47 -3.401 0.274 -0.022 -0.32
O -30.861 -4.612 -6.472 -0.219 0.153 0.652
O 19.614 -4.128 -1.062 -0.283 0.599 -0.276
O 25.247 -4.731 -1.451 -0.178 0.397 -0.575
O 3.614 -3.8 -1.436 0.278 -0.205 -0.335
O 5.288 -0.89 -1.296 -0.664 -0.41 -0.128
O -23.054 5.971 22.823 0.42 -0.413 0.139
O 25.31 5.371 25.115 -0.368 -0.256 -0.077
O -5.796 -3.525 25.433 -0.146 0.578 0.264
O -12.602 -3.73 -6.256 -0.139 0.094 -0.462
O -20.682 1.532 24.49 0.582 0.038 0.481
O 12.222 -2.001 -0.951 0.091 -0.254 0.188
O 14.195 7.182 -1.361 -0.143 -0.317 -0.408
O -26.133 7.919 -5.01 0.673 0.189 0.06
O -20.626 -0.953 -1.163 0.074 0.554 -0.226
O -3.954 6.735 23.497 -0.151 0.63 -0.51
O -22.724 1.347 -1.201 0.235 0.186 -0.152
O -24.139 -1.851 26.073 0.148 0.274 -0.116
O 29.503 -2.663 25.61 -0.365 -0.721 0.207
O -28.53 8.078 -4.005 -0.491 -0.27 0.545
O -16.88 -1.774 -5.682 -0.023 0.448 0.38
O -17.529 -3.33 -3.562 0.228 0.44 0.301
O 30.294 4.591 -6.734 0.152 -0.415 0.051
O -11.031 0.295 -3.708 0.285 0.069 -0.059
O -20.077 -7.881 25.374 0.056 -0.091 -0.059
O -5.955 -1.997 -3.354 -0.508 -0.432 0.443
O -26.299 -3.212 25.231 0.339 0.062 0.04
O -23.717 -3.663 -3.487 -0.005 0.28 -0.457
O -23.946 -4.433 25.661 0.099 -0.034 0.356
O -21.678 -2.719 22.17 0.269 0.145 0.504
O 28.687 2.022 23.979 -0.258 -0.408 -0.377
O -19.199 -0.506 25.07 -0.184 -0.25 0.202
O -29.72 -2.922 -0.388 -0.253 0.288 -0.099
O -17.186 3.521 -7.093 0.006 -0.183 -0.711
O -11.163 6.559 -5.815 -0.22 -0.193 -0.155
O -15.187 6.577 -3.291 -0.119 -0.022 -0.197
O -21.561 -5.604 25.212 0.048 0.402 0.68
O 6.816 3.971 -1.389 -0.562 0.39 -0.045
O 17.961 -1.747 -1.579 -0.06 -0.011 -0.029
O -23.236 -4.929 -1.093 0.172 -0.364 -0.132
O 30.089 -2.949 -3.41 0.073 0.108 -0.519
O -16.894 6.592 -1.211 0.311 0.34 -0.155
O -19.651 -0.305 -5.483 0.206 -0.001 0.003
O 9.293 7.194 -1.39 -0.423 0.029 -0.071
O 21.799 -0.143 -0.382 -0.099 -0.106 -0.222
O -14.753 -4.925 -2.512 -0.486 0.404 0.489
O -19.256 -2.906 -5.49 -0.279 -0.399 -0.134
O -0.83 -2.402 -3.326 0.458 0.368 0.119
O -18.994 6.385 -3.327 0.096 0.349 0.344
O -10.761 5.747 -3.379 0.014 -0.451 -0.449
O -2.641 -8.064 -0.45 0.161 -0.163 -0.627
O -6.708 0.875 -1.312 0.155 -0.28 0.052
O -9.736 -7.802 -6.608 0.293 0.174 0.272
O -8.777 6.006 -6.816 0.076 0.012 -0.547
O -5.548 4.518 -3.485 0.367 0.431 -0.517
O -30.419 -6.395 25.187 0.218 -0.37 -0.324
O -10.286 -2.846 -5.382 -0.307 -0.149 0.709
O -6.421 2.729 24.669 -0.024 0.255 -0.156
O -5.77 5.245 24.515 -0.344 -0.325 -0.362
O -0.616 -6.973 -5.61 0.215 0.279 -0.354
O 0.18 -0.128 -0.501 -0.037 0.046 -0.117
O -9.219 -6.733 -1.854 -0.209 0.326 -0.127
O -7.438 2.818 -2.964 -0.424 -0.353 0.083
O -5.934 -1.18 -5.797 -0.18 -0.555 -0.23
O -2.121 -3.076 25.517 -0.279 -0.015 0.101
O 17.248 -2.674 -6.682 -0.036 0.479 -0.111
O -1.669 -0.53 25.012 0.551 -0.021 0.022
O -25.853 -5.826 -0.966 0.371 0.366 -0.019
O 4.527 0.144 25.475 0.114 0.076 0.354
O -30.567 2.438 -6.625 0.055 -0.109 0.022
O -13.848 -0.255 22.264 -0.149 0.175 0.748
O 8.755 -1.884 -3.088 -0.324 0.429 0.114
O -4.036 -6.946 23.195 -0.553 -0.494 0.457
O -2.922 -6.291 -4.429 0.139 0.177 -0.024
O -4.926 -5.992 25.374 -0.143 -0.603 0.073
O -2.319 -5.633 24.938 0.11 -0.488 0.403
O 0.965 1.077 -3.106 0.136 -0.405 0.037
O 1.953 -3.516 25.017 -0.266 0.259 0.124
O -10.07 -0.937 -1.491 0.252 0.284 -0.187
O 6.727 2.842 -3.827 0.066 0.079 0.095
O -28.666 -1.968 25.057 0.498 0.683 -0.105
O -4.869 -7.691 -5.431 -0.181 -0.078 -0.175
O -28.194 1.541 -6.884 -0.024 0.1 -0.03
O 15.271 1.922 -1.372 -0.595 -0.022 -0.461
O 29.782 -7.144 -3.086 -0.104 0.204 0.151
O -19.24 3.733 -2.987 -0.246 0.057 0.022
O 1.261 -3.904 -2.684 0.299 -0.655 -0.056
O 6.794 -7.307 -1.358 0.392 -0.219 -0.131
O 27.542 -2.369 -3.814 0.145 -0.303 0.144
O 5.541 5.131 -3.245 -0.204 0.264 -0.257
O 5.112 1.758 -5.529 -0.07 0.038 -0.393
O -12.448 4.208 24.247 0.27 0.136 0.25
O 9.914 6.596 -3.904 0.235 -0.007 0.179
O -12.679 -0.89 -2.15 -0.135 -0.48 0.524
O 5.079 7.695 -2.98 -0.256 0.131 0.058
O -12.082 -1.114 -5.79 -0.338 -0.038 -0.23
O 9.569 -0.841 -5.346 -0.34 -0.309 -0.596
O 3.101 6.534 -5.183 0.241 0.173 0.18
O 1.199 5.102 -4.021 -0.477 -0.331 -0.263
O 12.884 1.236 -2.987 0.175 -0.023 0.416
O -20.214 7.022 -5.606 0.022 0.209 -0.138
O 20.317 -5.648 -3.023 -0.049 0.237 -0.732
O 19.431 -0.246 -3.17 0.316 -0.091 -0.131
O 9.926 4.295 -5.306 -0.219 0.131 -0.334
O 0.667 7.024 -5.886 0.007 -0.153 -0.499
O 8.538 2.355 -0.396 -0.18 -0.04 -0.017
O 23.581 -1.826 23.329 0.529 -0.255 0.006
O -8.566 -6.17 -4.429 -0.124 -0.049 0.051
O 18.31 -4.882 -5.783 0.581 -0.329 -0.016
O 12.666 -3.737 -2.814 0.179 -0.446 0.359
O -32.284 -5.815 -0.397 0.172 0.115 -0.034
O 9.531 -6.538 -6.834 0.142 -0.385 -0.024
O 5.37 -5.412 -0.405 0 -0.062 -0.15
O -8.343 1.325 25.638 0.266 -0.055 0.086
O -22.997 4.442 -3.243 -0.437 -0.575 0.206
O 21.227 -4.082 -5.144 -0.279 -0.203 -0.323
O -30.744 3.981 -1.358 0.322 0.351 -0.599
O 18.484 6.339 -5.467 -0.127 -0.099 0.438
O 22.003 6.309 -2.98 0.581 -0.031 0.487
O 21.432 2.136 22.882 0.083 -0.238 -0.093
O 28.82 5.483 -4.781 -0.304 -0.011 -0.008
O 12.548 -8.024 -3.281 -0.127 -0.397 -0.259
O 16.112 5.57 -0.392 0.241 0.002 -0.174
O -0.07 -4.595 25.973 -0.376 0.166 0.472
O 17.729 -4.53 24.865 -0.665 0.104 -0.066
O 22.752 0.156 24.739 -0.536 0.153 0.14
O 30.576 1.477 25.676 0.306 0.257 0.435
O 10.595 -3.146 -4.405 -0.301 -0.248 -0.404
O 29.856 7.17 -6.612 0.497 -0.046 -0.173
O 3.271 -2.713 -3.829 0.157 0.232 0.043
O -15.631 -6.988 -1.288 -0.294 -0.097 -0.148
O 27.314 -7.863 -2.872 -0.035 0.195 -0.268
O -30.186 -2.059 -6.095 -0.125 -0.263 0.098
O -27.688 4.088 -5.203 -0.358 -0.35 -0.236
O 23.015 -5.271 -2.682 0.272 0.544 -0.043
O 24.95 -7.043 -3.03 -0.111 0.093 -0.758
O 22.251 -2.317 -3.573 -0.098 -0.077 -0.11
O -23.317 6.401 -1.395 -0.025 0.298 -0.349
O 21.152 6.153 -5.449 -0.012 -0.394 -0.611
O 15.088 -1.69 -5.655 0.025 0.633 0.144
O 28.126 3.851 -1.383 -0.633 0.154 -0.426
O 26.659 -6.779 24.921 -0.414 0.151 -0.409
O -6.019 0.138 25.15 0.091 -0.369 -0.284
O -32.605 5.403 -0.304 -0.164 -0.105 -0.092
O -4.918 2.062 -2.796 0.619 -0.405 0.262
O -8.009 7.799 -3.31 0.509 -0.222 -0.598
O -11.182 -6.567 24.724 -0.229 0.455 -0.327
O -10.411 0.932 -6.074 0.304 0.376 0.195
O 31.476 -1.347 24.634 0.175 0.643 0.005
O 1.188 4.433 -1.377 -0.622 0.239 -0.355
O 14.048 5.339 -5.673 -0.173 0.061 0.232
O -0.508 7.021 -1.408 -0.08 -0.482 -0.241
O -0.917 -4.061 23.378 0.65 0.419 0.197
O -32.545 -4.915 24.84 -0.411 0.029 0.064
O -26.462 7.202 -2.54 0.452 0.162 0.171
O 25.156 0.823 25.586 0.448 0.299 0.063
O -20.111 2.616 -0.854 -0.401 -0.384 0.366
O -27.19 0.093 -3.311 -0.48 0.05 -0.232
O -10.116 4.288 -1.22 -0.342 -0.44 -0.348
O 31.93 0.633 -1.352 -0.006 -0.582 -0.148
O 14.897 2.855 -5.753 -0.271 -0.164 -0.092
O -23.561 2.603 -5.187 -0.306 -0.193 0.04
O -16.395 0.062 -0.335 -0.137 0.117 -0.509
O 14.555 4.463 24.321 -0.25 0.218 0.505
O 25.57 2.063 -1.438 0.147 0.132 -0.437
O 5.07 -4.271 -4.985 0.252 -0.363 -0.225
O -25.066 4.646 -4.832 -0.151 0.329 0.462
O -12.19 1.774 23.155 -0.216 -0.114 0.254
O -24.928 0.681 -2.3 0.004 0.723 -0.339
O 2.884 2.79 -0.25 0.123 0.152 -0.528
O -26.227 -4.04 -3.069 -0.099 0.344 0.081
O 23.54 -1.964 -1.268 0.404 -0.509 -0.051
O -10.379 0.03 24.803 -0.489 0.156 -0.571
O -31.267 4.847 -5.559 -0.204 0.135 0.33
O 9.24 -4.018 -1.585 0.408 0.08 -0.264
O -16.26 5.816 -6.549 0.034 0.006 0.259
O -12.026 6.123 -1.122 -0.46 -0.011 -0.259
O 21.36 -5.81 -7.124 -0.28 0.183 -0.342
O -16.979 -5.974 -3.315 -0.118 -0.496 -0.618
O -20.663 -6.529 -1.277 -0.474 0.013 -0.298
O -1.23 1.658 -1.672 -0.555 0.214 -0.178
O -7.076 -5.852 -6.718 0.096 -0.382 -0.485
O -19.016 -2.703 -0.215 -0.194 -0.082 -0.076
O -19.674 1.218 -3.233 -0.048 -0.237 0.095
O -13.856 -2.708 -3.612 -0.138 -0.177 -0.478
O -21.373 6.144 25.493 -0.172 -0.036 -0.1
O 7.553 -5.15 -5.583 0.176 0.177 0.209
O -14.973 4.793 -1.293 0.522 0.141 -0.383
O -13.312 -5.282 22.159 0.036 -0.077 0.63
O 19.454 2.315 -3.75 -0.479 0.271 -0.243
O -18.921 -5.482 25.196 -0.148 0.344 0.529
O 31.183 1.445 -3.777 0.417 0.161 -0.484
O 6.057 0.391 -3.455 0.38 -0.466 0.07
O -26.362 -0.434 23.074 -0.272 -0.171 0.653
O -17.496 -4.541 -1.235 0.369 -0.218 0.097
O 21.825 -7.573 -2.329 0.548 0.04 0.468
O -28.547 -4.551 25.674 0.201 -0.368 0.361
O 0.931 -7.039 -1.377 -0.253 0.436 -0.372
O -28.114 -4.751 -1.372 -0.123 0.186 -0.519
O -7.578 5.368 -2.108 -0.244 -0.332 0.234
O 17.783 1.221 -1.929 -0.083 -0.293 0.093
O -17.804 1.874 -1.492 0.458 0.234 -0.361
O -28.294 1.393 23.196 -0.119 0.271 0.736
O 27.156 0.097 -0.567 0.028 -0.029 -0.206
O 16.358 2.408 -3.688 -0.466 0.109 -0.132
O -4.249 -3.803 -2.497 0.36 -0.328 -0.082
O -10.463 -7.953 -3.9 -0.367 0.322 -0.038
O -6.689 0.501 -3.917 -0.206 0.365 -0.151
O -26.867 -6.523 -3.178 0.072 0.067 -0.203
O -3.216 3.565 -4.071 -0.228 0.224 -0.055
O 2.711 3.103 -3.012 0.509 -0.028 0.032
O -11.229 -2.318 25.39 -0.471 -0.249 -0.227
O -1.629 4.878 -5.583 0.616 0.102 0.363
O 18.428 -6.508 -1.253 -0.061 -0.574 -0.373
O -32.525 2.869 21.974 -0.024 -0.203 0.56
O -0.738 -4.919 -4.028 0.355 0.186 -0.542
O 20.09 7.085 -1.245 -0.481 0.116 -0.09
O 8.49 -4.245 25.389 -0.218 0.117 -0.015
O 25.58 6.787 -3.967 0.13 -0.005 -0.492
O -8.252 5.393 22.248 0.19 -0.121 0.569
O 2.054 -1.716 -1.528 0.329 0.208 -0.367
O -10.932 -5.422 -0.511 -0.105 -0.022 -0.319
O 15.481 7.413 -4.876 0.435 -0.275 0.21
O -6.499 6.622 -5.664 -0.192 0.09 0.637
O -14.516 -5.382 -5.956 -0.057 -0.394 0.324
O 20.903 3.866 24.825 -0.015 0.372 -0.05
O -21.564 -3.326 -1.987 0.335 -0.236 0.251
O -1 -4.351 -1.465 0.173 -0.581 -0.325
O 2.901 7.996 -0.333 0.077 -0.177 -0.607
O -24.589 2.99 -0.297 0.281 -0.039 -0.109
O -22.154 3.587 25.186 0.074 -0.266 0.118
O -25.991 -7.769 25.749 -0.242 0.381 0.178
O 26.139 -1.077 -5.612 0.443 0.201 -0.281
O 4.995 1.613 -1.236 0.307 0.489 0.025
O 25.487 7.271 -1.351 -0.392 -0.28 -0.125
O 12.699 3.262 -1.114 0.243 -0.376 0.081
O -17.731 0.548 23.129 -0.405 -0.052 0.056
O 11.165 -7.929 -5.41 0.11 -0.456 0.097
O 24.905 -2.162 -3.53 0.137 -0.33 0.283
O 7.713 7.907 -3.424 -0.037 -0.387 -0.417
O 31.092 6.431 -3.991 0.333 -0.26 -0.39
O -5.368 -6.062 -3.381 -0.348 -0.381 -0.051
O -3.931 -1.291 26.027 -0.203 -0.362 -0.221
O -2.173 2.377 -6.201 0.575 -0.107 -0.097
O -30.571 7.428 -5.496 -0.315 0.184 -0.219
O 5.612 6.093 -5.99 0.149 0.361 0.312
O 7.692 1.017 -5.472 -0.094 0.01 -0.13
O 6.823 4.827 25.548 -0.106 0.036 -0.131
O 23.86 -6.889 -0.764 -0.065 -0.6 0.244
O 16.111 -3.945 -4.716 -0.523 -0.032 0.192
O 16.175 -0.212 -0.264 -0.284 -0.033 -0.21
O 13.085 -6.791 -1.087 -0.114 0.107 -0.331
O 28.764 2.049 -3.112 -0.669 0.108 -0.341
O 10.968 -5.43 -0.335 0.005 -0.122 -0.666
O 13.765 -1.282 -2.822 0.707 0.16 -0.058
O 26.948 3.427 25.472 -0.153 -0.555 0.309
O 22.104 -6.493 -4.756 0.266 -0.463 -0.168
O 7.284 -2.506 -1.044 -0.09 -0.351 0.194
O 30.303 -6.806 -5.568 0.153 0.054 -0.082
O 27.734 5.8 26.105 0.073 0.258 -0.501
O 17.332 3.69 -1.52 0.229 0.311 -0.342
O -31.237 -2.537 24.982 -0.17 0.041 -0.612
O 21.747 5.353 -0.289 0.222 -0.115 -0.05
O -26.088 5.298 -0.7 0.053 0.297 -0.109
O 16.26 -5.285 -0.396 -0.189 0.024 -0.142
O 2.428 5.105 22.137 0.06 0.005 0.296
O 7.126 -3.964 -3.277 -0.168 0.048 0.099
O 21.678 -5.503 -0.107 -0.075 -0.263 -0.1
O 29.186 1.032 -5.511 -0.295 0.463 -0.165
O 25.989 -3.492 22.956 -0.131 0.423 -0.062
O 28.458 -1.669 23.303 0.039 -0.359 0.13
O 19.561 -3.135 25.906 0.513 -0.251 -0.417
O -14.153 5.998 25.229 0.463 0.172 0.305
O -29.408 5.596 -3.973 0.182 0.372 0.232
O -15.805 8.036 25.173 0.101 0.261 0.086
O 21.516 3.982 -3.904 -0.185 -0.204 0.772
O -29.245 -6.484 -5.737 -0.133 0.451 0.508
O -24.568 -8.035 -0.219 -0.032 -0.072 -0.146
O -21.273 4.915 -1.224 -0.12 0.027 0.031
O -12.022 -6.334 -6.171 -0.321 -0.356 -0.063
O -30.102 -1.771 -3.527 0.477 0.016 0.373
O -8.234 -1.41 -4.653 -0.381 0.467 0.515
O -14.752 -7.26 -3.814 -0.1 0.13 -0.024
O 10.074 -7.236 -3.106 -0.178 0.338 0.075
O 27.076 5.669 -0.079 0.177 -0.008 -0.285
O -19.394 -5.1 -3.076 -0.178 0.42 0.068
O -21.941 -5.6 -3.317 -0.175 -0.317 -0.663
O 27.294 -5.601 -0.25 0.127 -0.098 -0.599
O -0.767 2.731 -4.056 0.248 0.255 -0.099
O 14.923 -7.154 -2.966 0.379 0.164 0.247
O -12.788 7.323 -3.859 0.187 0.061 -0.02
O -12.652 -5.013 -4 0.167 -0.305 0.282
O 2.285 7.894 24.428 -0.331 -0.18 -0.287
O -31.731 6.448 -3.364 0.28 -0.355 0.559
O -24.466 -2.852 -0.164 -0.061 0.098 -0.496
O 10.934 -3.093 25.293 -0.003 -0.234 0.603
O 8.154 4.894 -3.436 0.486 -0.16 0.514
O 23.447 6.966 24.209 -0.147 -0.566 0.164
O -28.48 6.471 -1.139 -0.188 -0.281 -0.195
O -20.756 -1.618 -3.661 0.191 -0.07 -0.007
O 18.635 4.947 25.77 -0.061 0.267 -0.256
O 19.633 -2.694 -3.597 -0.126 -0.445 0.044
O 28.647 -1.945 -1.429 0.174 -0.224 0.068
O -12.601 -3.792 -1.563 0.12 0.033 -0.304
O -27.149 0.965 -0.826 0.403 0.423 -0.02
O -26.237 -1.379 -1.283 -0.049 -0.304 -0.466
O 31.232 -4.14 -1.411 -0.505 0.049 -0.034
O -22.99 -1.15 -2.141 -0.52 -0.414 0.188
O -6.867 4.18 -6.673 -0.18 -0.398 0.379
O -18.909 8.12 -0.364 -0.053 0.116 -0.401
O -29.619 1.694 -1.139 -0.39 -0.148 0.06
O -17.362 -6.77 23.566 -0.637 -0.003 -0.134
O 10.607 0.182 -0.372 0.037 -0.02 -0.316
O -4.354 0.893 -6.236 0.078 0.02 0.712
O 32.101 -3.26 -6.706 -0.002 -0.293 0.525
O -15.691 1.731 -5.556 0.226 0.215 0.28
O -21.711 8.118 22.137 -0.215 -0.063 0.198
O -31.335 6.869 24 0.136 0.297 0.106
O 17.309 -1.632 -4.173 0.051 0.104 0.088
O 0 -7.597 25.286 -0.381 0.118 -0.39
O -9.527 6.841 -1.36 -0.046 0.461 0.253
O -16.648 -1.112 24.97 -0.085 -0.571 -0.432
O -15.012 -1.656 -1.545 -0.381 -0.285 -0.38
O -3.743 4.009 -1.528 0.654 -0.131 -0.2
O 4.957 6.26 -0.829 0.811 -0.374 0.043
O -26.336 5.805 -6.733 -0.202 -0.122 -0.528
O -21.939 -0.76 24.933 -0.099 -0.283 -0.112
O 28.926 -7.706 -0.751 0.301 -0.432 0.317
O 29.061 6.617 -2.402 -0.326 -0.354 0.379
O 20.809 -1.594 -5.743 -0.274 0.724 0.215
O -13.489 2.822 -0.446 -0.279 -0.213 -0.624
O 19.869 7.685 -3.753 -0.505 0.345 -0.035
O 31.384 -5.141 -3.869 0.228 0.109 -0.509
O 17.278 4.007 -5.49 0.122 0.019 0.447
O 30.015 -5.347 21.995 0.218 0.117 0.537
O -32.379 -0.455 -3.565 0 -0.07 -0.739
O 1.254 7.629 -3.415 0.548 0.052 -0.006
O 12.878 -0.518 -5.134 -0.033 0.476 -0.42
O -8.192 -2.677 -0.615 0.108 0.03 -0.469
O -7.89 -3.821 -5.464 0.787 -0.077 0.386
O -11.521 1.24 -1.261 0.401 0.457 -0.39
O 24.081 2.296 -3.628 0.094 0.242 -0.265
O -8.237 2.705 -0.277 -0.239 0.19 -0.333
O 8.251 2.906 24.518 0.494 0.503 -0.156
O -27.395 4.645 -2.7 0.507 -0.513 0.152
O -8.045 4.843 -4.541 -0.712 0.267 0.164
O -9.409 -1.893 23.397 0.379 0.32 0.153
O 3.293 2.366 25.716 -0.669 0.249 -0.182
O -17.314 1.247 25.657 0.197 0.018 -0.138
O -27.328 8.077 22.102 -0.141 0.213 0.223
O 17.911 -4.75 -3.095 -0.386 0.368 0.2
O 19.87 -7.913 -6.265 -0.218 0.068 -0.196
O -13.042 1.176 -5.315 -0.003 0.435 0.009
O -4.342 -1.301 -1.466 -0.29 0.774 -0.318
O -30.195 -7.923 -0.369 0.076 0.223 -0.458
O 12.157 -6.573 25.934 -0.015 0.484 -0.356
O -7.041 7.604 -0.898 -0.168 0.665 -0.334
O -5.367 5.612 -0.329 0.151 0.121 -0.492
O -16.906 4.723 -3.024 0.083 -0.642 -0.338
O -28.206 7.593 -6.594 -0.117 -0.32 -0.367
O -10.694 7.142 24.821 -0.097 -0.625 -0.234
O -4.329 -6.049 -1.056 -0.179 -0.063 -0.097
O -2.602 -2.734 -0.261 -0.256 0.129 -0.431
O 30.244 2.513 -0.881 -0.039 0.377 0.132
O -25.28 -3.815 -5.613 -0.198 -0.619 -0.227
O 21.045 7.07 22.955 0.018 0.128 0.116
O -22.654 0.722 -3.76 0.235 -0.38 -0.151
O -27.899 -1.506 -5.133 0.048 -0.292 -0.326
O -1.021 -7.381 -3.071 -0.279 0.032 0.321
O 2.072 -6.074 25.723 0.66 -0.273 0.18
O 16.755 -6.574 -4.652 0.511 -0.243 0.062
O -13.638 8.021 -0.342 0.004 0.013 -0.5
O -15.122 -3.091 -7.124 0.565 -0.154 -0.222
O -23.928 5.473 25.231 -0.358 0.308 0.59
O 3.159 5.721 -2.531 0.026 0.206 0.165
O -14.423 7.363 -5.832 0.433 0.321 -0.12
O -5.475 7.692 25.459 -0.075 0.479 -0.154
O -1.591 -1.594 -5.769 0.243 0.135 0.008
O 27.85 -4.652 24.287 0.347 0.175 0.185
O 29.262 -6.687 25.324 0.742 0.344 -0.108
O 18.818 2.356 25.372 0.28 -0.305 -0.437
O 25.348 -4.341 25.393 -0.456 -0.029 -0.296
O -18.313 1.911 -5.364 0.109 0.059 0.274
O -31.668 1.993 -2.834 0.063 0.137 -0.544
O 20.337 3.203 -6.029 -0.028 0.302 0.233
O 23.338 2.628 24.642 0.207 0.38 0.402
O 25.987 4.62 -5.627 -0.007 -0.462 0.126
O 30.217 4.26 -2.858 0.249 -0.292 -0.194
O 30.775 -0.97 -6.25 0.183 0.109 0.411
O 3.483 0.499 -2.961 -0.409 -0.201 -0.052
O 20.303 1.645 -1.41 0.292 0.211 0.02
O -18.794 6.085 25.787 0.204 0.06 -0.397
O 2.549 1.746 -5.149 -0.347 -0.106 -0.483
O 23.615 5.279 -4.811 -0.151 -0.034 -0.384

Results
total energy: -406613.797 eV
total energy less fixed offsets of O -438.25, Si -107.07 eV per atom: -0.997 eV
